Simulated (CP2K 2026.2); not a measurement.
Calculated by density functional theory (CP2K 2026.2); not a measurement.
Periodic cell of 2016 atoms, Si1440O576, from a study of silicon, its oxide and their interface. The atomic structure is a simulated model.
Doubt: the forces sum to 4.47 eV/angstrom along one axis rather than to zero, so they err by at least 0.0022 eV/angstrom per atom on average; the grid cutoff is modest.

Settings
functional: PBE
method: Gaussian and plane waves
basis set: DZVP-MOLOPT-SR-GTH
pseudopotentials: GTH-PBE
grid cutoff: 300 Ry, relative cutoff 40 Ry
k points: Gamma only
occupations: fixed
spin: none
net charge: 0

Cell vectors (angstrom)
a	65.28	0	0
b	0	16.32	0
c	-0.7414	-0.1737	33.1217

Atoms and the computed forces on them: element, x, y, z (angstrom), force x, y, z (eV/angstrom)
Si	1.996	-1.956	-0.199	-0.129	0.183	0.731
Si	3.995	1.725	-0.176	0.192	-0.309	0.693
Si	1.78	3.979	-0.04	-0.221	0.103	0.701
Si	3.955	7.078	0.1	0.202	-0.067	0.76
Si	1.686	-7.092	0.066	-0.112	0.232	0.759
Si	4.211	-4.083	0.292	-0.011	-0.028	0.495
Si	6.872	-1.461	-0.101	0.016	0.176	0.742
Si	9.38	1.741	-0.024	0.166	-0.331	0.718
Si	7.163	3.965	0.093	-0.161	0.204	0.783
Si	10.014	6.683	-0.069	-0.29	0.204	0.626
Si	6.465	10.114	-0.038	0.05	-0.126	0.738
Si	10.093	-4.355	0.006	-0.378	0.201	0.741
Si	12.425	-1.538	0.045	0.078	0.036	0.693
Si	15.324	1.113	0.095	-0.26	0.294	0.686
Si	12.172	4.353	0.067	0.159	-0.218	0.666
Si	15.206	6.545	0.372	0.02	0.144	0.723
Si	12.369	-6.551	0.052	0.184	-0.285	0.664
Si	15.625	-4.472	-0.074	-0.193	0.191	0.67
Si	17.684	-1.028	0.11	0.201	-0.353	0.725
Si	20.5	1.276	0.119	-0.008	0.237	0.75
Si	17.531	4.592	0.373	-0.058	-0.243	0.674
Si	19.839	7.404	-0.043	0.297	-0.217	0.733
Si	17.667	-6.724	0.475	-0.034	0.072	0.548
Si	20.727	-4.465	-0.06	-0.26	0.384	0.7
Si	23.696	-1.903	-0.046	-0.199	0.176	0.778
Si	25.666	1.684	0.088	0.12	-0.222	0.682
Si	23.413	3.92	-0.003	-0.237	0.214	0.729
Si	26.063	6.774	0.07	-0.274	0.14	0.752
Si	23.076	-6.553	0.197	0.046	-0.298	0.743
Si	25.86	-4.088	0.468	0.013	-0.03	0.563
Si	28.611	-1.685	0.09	-0.012	0.264	0.699
Si	31.441	1.19	-0.083	-0.282	0.118	0.676
Si	28.266	4.512	0.192	0.092	-0.224	0.757
Si	31.104	6.684	0.437	-0.015	0.213	0.634
Si	28.023	-6.256	0.092	0.182	-0.075	0.748
Si	30.985	-3.703	0.125	0.058	-0.162	0.725
Si	33.75	-0.969	-0.007	0.117	-0.29	0.743
Si	36.481	1.623	-0.13	0.107	-0.261	0.627
Si	33.377	4.642	0.114	0.245	-0.392	0.639
Si	36.172	6.889	0.262	0.264	-0.082	0.646
Si	34.172	-7.062	0.299	-0.163	0.012	0.69
Si	36.469	-4.35	0.02	0.124	0.325	0.727
Si	39.703	-1.67	0.17	-0.374	0.256	0.531
Si	42.687	0.69	0.104	-0.181	0.2	0.782
Si	39.308	3.831	-0.3	-0.141	0.389	0.687
Si	-23.27	6.808	0.266	0.019	-0.141	0.607
Si	39.818	-7.319	0.066	-0.251	0.106	0.718
Si	-23.425	12.28	0.405	0.238	-0.186	0.617
Si	-20.529	-1.514	0.571	0.028	0.057	0.526
Si	-17.862	1.338	0.532	-0.057	0.028	0.563
Si	-19.988	3.476	0.128	-0.165	0.1	0.729
Si	-18.052	7.069	0.214	0.278	-0.425	0.492
Si	-20.404	9.273	0.44	-0.222	0.183	0.614
Si	-18.516	12.517	0.062	0.283	-0.032	0.604
Si	-15.714	-0.839	-0.101	0.273	-0.316	0.743
Si	-12.547	1.414	-0.114	0.248	-0.167	0.689
Si	-14.73	3.666	0.051	-0.144	0.158	0.822
Si	-12.046	6.355	-0.105	-0.19	0.311	0.75
Si	-15.383	9.313	0.012	-0.011	0.289	0.585
Si	-12.041	11.894	-0.142	-0.216	0.084	0.756
Si	-9.423	-1.659	0.037	-0.084	0.228	0.733
Si	-6.568	1.219	-0.029	-0.286	0.165	0.716
Si	-9.716	4.235	-0.056	0.139	-0.292	0.7
Si	-6.716	6.572	-0.112	-0.145	0.226	0.717
Si	-9.792	-6.67	-0.158	0.157	-0.185	0.713
Si	-7.156	-3.82	-0.107	0.242	-0.13	0.729
Si	-4.354	-1	-0.129	0.274	-0.27	0.712
Si	-1.198	1.366	-0.168	-0.124	-0.009	0.68
Si	-4.358	4.477	-0.143	0.202	-0.277	0.783
Si	-1.39	7.132	-0.12	0.027	-0.26	0.671
Si	-3.765	-7.119	-0.2	-0.141	0.102	0.649
Si	-1.351	-4.201	0.026	0.323	-0.179	0.711
Si	2.892	-0.056	1.021	-0.022	0.029	-0.012
Si	5.544	2.762	1.293	-0.011	-0.001	-0.032
Si	2.863	5.468	1.395	-0.004	-0.011	-0.049
Si	5.535	8.338	1.277	0.04	0.008	-0.096
Si	2.778	-5.501	1.417	-0.003	-0.008	-0.044
Si	5.571	-2.624	1.454	0.01	-0.045	-0.049
Si	8.264	-0.001	1.175	0.005	0.01	-0.04
Si	11.008	2.751	1.321	-0.006	-0.002	-0.017
Si	8.351	5.593	1.266	0.012	-0.01	-0.038
Si	11.117	-8.115	1.327	0.011	0.018	-0.038
Si	8.274	-5.318	1.204	0.021	-0.015	-0.012
Si	11.005	-2.729	1.435	0.02	-0.034	-0.059
Si	13.763	-0.093	1.349	-0.04	0.024	-0.043
Si	16.414	2.773	1.397	0.016	-0.009	-0.022
Si	13.667	5.36	1.588	-0.018	-0.01	-0.056
Si	16.297	-8.142	1.659	-0.016	-0.016	-0.053
Si	13.879	-5.348	1.339	0.02	0.043	-0.037
Si	16.571	-2.758	1.275	-0.006	0.014	-0.034
Si	19.179	0.023	1.549	-0.002	-0.002	-0.062
Si	21.77	2.839	1.312	0.013	-0.018	-0.034
Si	19.065	5.777	1.565	0.086	0.006	-0.025
Si	21.699	-8.105	1.293	-0.016	-0.027	-0.065
Si	19.193	-5.364	1.532	0.023	0.037	-0.042
Si	21.859	-2.775	1.234	-0.015	0.014	-0.05
Si	24.559	-0.061	1.25	-0.036	0.037	-0.018
Si	27.165	2.846	1.436	0.015	0.008	-0.064
Si	24.477	5.543	1.334	-0.004	0.011	-0.051
Si	27.123	-7.983	1.458	0.025	0.004	-0.055
Si	24.464	-5.446	1.691	-0.014	-0.022	-0.026
Si	27.232	-2.69	1.677	0.02	-0.003	-0.054
Si	29.797	0.052	1.225	0.049	-0.035	-0.071
Si	32.488	2.796	1.298	0.014	0.045	0.007
Si	29.724	5.451	1.748	-0.03	0.017	-0.033
Si	32.485	-8.116	1.538	-0.01	0.036	-0.026
Si	29.782	-5.298	1.393	0.025	-0.049	-0.075
Si	32.617	-2.589	1.352	0.037	0.019	-0.048
Si	35.258	0.174	1.319	0.015	0.011	-0.057
Si	38.007	2.677	1.299	-0.005	-0.003	-0.055
Si	35	5.487	1.66	0.02	-0.022	0.013
Si	38.01	-8.318	1.287	-0.023	0.022	-0.021
Si	35.262	-5.499	1.623	-0.01	-0.026	-0.048
Si	37.89	-2.799	1.215	-0.026	-0.021	-0.025
Si	40.846	-0.082	1.424	-0.004	0.05	-0.054
Si	-21.705	2.466	1.401	-0.01	0.015	-0.067
Si	-24.67	5.243	1.24	-0.043	-0.051	-0.089
Si	-21.913	8.041	1.672	-0.023	-0.019	-0.039
Si	-24.601	10.647	1.531	-0.001	-0.027	-0.012
Si	-21.932	-2.873	1.771	-0.002	-0.027	-0.055
Si	-19.175	-0.087	1.786	-0.011	0.031	-0.036
Si	-16.31	2.708	1.532	0.026	0.031	-0.055
Si	-19.051	5.265	1.345	0.006	-0.013	-0.019
Si	-16.469	8.061	1.608	-0.012	0.011	-0.027
Si	-19.254	10.903	1.604	0.032	-0.002	-0.081
Si	-16.629	-2.709	1.125	0.007	-0.01	-0.095
Si	-13.811	-0.079	1.181	-0.017	-0.013	-0.081
Si	-10.916	2.598	1.167	-0.006	0.012	-0.051
Si	-13.624	5.314	1.305	-0.011	0.005	-0.059
Si	-10.98	8.076	1.133	0.005	-0.026	-0.004
Si	-13.836	10.843	1.062	0.021	0.006	-0.06
Si	-10.975	-2.865	1.292	-0.005	-0.012	-0.051
Si	-8.189	-0.011	1.201	0.001	0.014	-0.038
Si	-5.37	2.787	1.213	0.014	0.031	-0.028
Si	-8.201	5.413	1.281	0.003	0.01	-0.054
Si	-5.429	8.137	1.11	0.01	-0.002	-0.049
Si	-8.226	-5.482	1.172	-0.016	-0.001	-0.064
Si	-5.44	-2.718	1.106	0.018	-0.021	-0.04
Si	-2.665	0.055	1.157	0.003	-0.007	-0.027
Si	0.136	2.761	1.16	0.016	-0.02	-0.044
Si	-2.641	5.511	1.106	-0.023	-0.017	-0.033
Si	0.075	8.167	1.381	0.004	-0.028	-0.058
Si	-2.679	-5.616	1.282	-0.014	0.004	-0.028
Si	0.209	-2.837	1.165	-0.004	0.05	-0.038
Si	1.482	1.3	2.455	0.015	-0.003	0.049
Si	4.232	4.107	2.698	0.031	0.015	0.034
Si	1.415	6.764	2.702	-0.003	0.013	0.023
Si	4.174	9.526	2.759	0	0.002	0.053
Si	1.413	-4.117	2.701	-0.037	-0.028	0.023
Si	4.153	-1.244	2.651	-0.016	0.027	0.021
Si	6.894	1.337	2.607	0.002	-0.004	0.003
Si	9.657	4.164	2.675	-0.015	0.018	0.032
Si	6.927	6.923	2.589	-0.041	-0.032	0.016
Si	9.608	-6.764	2.592	0.027	-0.003	-0.004
Si	6.995	-4.005	2.698	-0.026	-0.029	0.037
Si	9.593	-1.313	2.655	-0.028	0.002	-0.009
Si	12.359	1.33	2.651	0.008	-0.011	-0.007
Si	15.046	4.003	2.869	0.018	-0.002	0.012
Si	12.35	6.854	2.812	-0.007	0.013	0.032
Si	14.983	-6.716	2.89	-0.041	-0.019	0.038
Si	12.458	-4.037	2.725	-0.019	-0.006	0.056
Si	15.147	-1.423	2.696	0	-0.014	0.017
Si	17.777	1.438	2.797	0.005	0.012	0.021
Si	20.442	4.216	2.718	-0.028	-0.046	0.02
Si	17.715	6.937	3.026	-0.029	0.003	0.051
Si	20.496	-6.773	2.851	-0.002	-0.026	0.018
Si	17.836	-3.986	2.82	-0.017	0.007	0.02
Si	20.555	-1.415	2.738	0.024	-0.028	0.013
Si	23.137	1.355	2.634	0.025	0.033	0.022
Si	25.799	4.199	2.792	-0.019	0.005	0.033
Si	23.055	6.839	2.693	0.016	0.031	0.003
Si	25.805	-6.808	2.972	0.009	-0.018	0.022
Si	23.072	-4.018	2.863	-0.046	0.011	0.033
Si	25.836	-1.247	2.841	-0.028	-0.003	0.02
Si	28.524	1.408	2.712	0.02	-0.009	-0.002
Si	31.178	4.03	2.867	0.027	-0.015	0.005
Si	28.433	6.977	2.911	-0.018	0.01	0.037
Si	31.132	-6.684	2.783	-0.039	0.008	0.034
Si	28.562	-4.065	2.964	0.002	0.012	0.046
Si	31.194	-1.26	2.707	-0.039	-0.008	0.026
Si	33.894	1.486	2.721	-0.035	-0.012	0.01
Si	36.573	4.035	2.709	0.016	0.002	-0.01
Si	33.769	6.88	3.01	-0.022	0.007	0.043
Si	36.728	-6.898	2.793	0.015	-0.033	0.013
Si	33.867	-4.022	2.785	-0.028	0.016	0
Si	36.602	-1.342	2.608	0.014	-0.013	-0.009
Si	39.413	1.34	2.669	0.001	-0.02	0.053
Si	-23.208	3.913	2.603	0.017	0.019	-0.01
Si	-25.971	6.629	2.703	0.013	-0.013	0.002
Si	-23.251	9.416	2.974	0.024	0.032	0.038
Si	-26.043	12.146	2.707	-0.005	0.03	0.017
Si	-23.273	-1.41	2.967	0.007	0.013	0.066
Si	-20.515	1.305	3.022	-0.006	0.008	0.056
Si	-17.676	4.084	2.825	-0.019	0.005	0.019
Si	-20.442	6.612	2.782	0.022	0.037	0.025
Si	-17.794	9.527	2.852	-0.006	0	0.028
Si	-20.557	12.127	3.058	-0.003	-0.032	0.055
Si	-17.731	-1.511	2.857	0.037	-0.02	0.033
Si	-14.968	1.259	2.759	0.007	-0.018	0.042
Si	-12.225	3.966	2.626	-0.016	-0.021	0.044
Si	-14.984	6.667	2.722	0.027	-0.025	0.016
Si	-12.407	9.454	2.461	0.006	0.014	0.019
Si	-15.128	12.259	2.468	-0.033	0.005	-0.008
Si	-12.392	-1.447	2.526	0.027	0.047	0.009
Si	-9.558	1.299	2.565	0.011	0.013	0.019
Si	-6.808	4.046	2.594	0	-0.019	0.022
Si	-9.568	6.811	2.574	-0.006	0.018	0.014
Si	-6.779	-6.807	2.481	-0.016	-0.009	0.012
Si	-9.563	12.144	2.626	0.019	0.005	0.038
Si	-6.793	-1.388	2.539	0.004	-0.007	0.035
Si	-4.003	1.405	2.561	0.008	-0.012	0.009
Si	-1.3	4.1	2.487	-0.01	0.003	-0.009
Si	-4.045	6.805	2.527	0.012	0.008	0.039
Si	-1.299	-6.831	2.719	0.009	0.029	0.024
Si	-4.067	-4.107	2.472	-0.007	0.01	0.016
Si	-1.244	-1.382	2.434	-0.001	-0.002	0.011
Si	0.083	-0.01	3.851	-0.01	-0.009	-0.004
Si	2.803	2.678	3.915	-0.022	-0.019	-0.029
Si	0.019	5.397	3.966	-0.013	-0.009	0.013
Si	2.789	8.141	4.047	-0.006	0.01	-0.01
Si	0.042	-5.442	4.049	-0.006	-0.009	0.01
Si	2.798	-2.684	3.967	0.013	0.001	-0.01
Si	5.531	0.049	4.029	0.03	-0.001	0.021
Si	8.253	2.751	3.967	0.002	-0.001	-0.023
Si	5.587	5.513	3.987	0.005	0.024	0.003
Si	8.274	-8.101	4.013	0.012	0	-0.011
Si	5.572	-5.386	4.023	0.002	0.005	-0.026
Si	8.283	-2.654	4.078	0.003	0.023	0.026
Si	10.969	0.023	4.024	0.004	0	0.026
Si	13.654	2.652	4.139	0	-0.015	0.008
Si	10.967	5.478	4.112	-0.001	-0.011	0.004
Si	13.649	-8.107	4.208	-0.003	-0.019	0.016
Si	10.994	-5.419	3.998	0	0.018	-0.036
Si	13.748	-2.679	4.12	0.02	-0.022	0.014
Si	16.422	0.006	4.097	0.008	-0.011	-0.018
Si	19.115	2.821	4.123	-0.004	0.012	0.005
Si	16.367	5.437	4.218	-0.011	0.001	-0.012
Si	19.12	-8.047	4.286	0.025	0.015	-0.004
Si	16.43	-5.364	4.16	0.009	0.003	-0.031
Si	19.167	-2.664	4.187	0.042	0.001	0.022
Si	21.833	0.027	4.098	0.002	0.014	0
Si	24.463	2.74	4.083	-0.014	-0.019	-0.043
Si	21.793	5.486	4.144	-0.022	0.022	0.003
Si	24.398	-8.185	4.197	-0.043	-0.009	-0.006
Si	21.787	-5.4	4.241	-0.003	-0.018	0.02
Si	24.467	-2.639	4.177	-0.005	-0.001	-0.023
Si	27.199	0.093	4.168	0.035	0.005	0.016
Si	29.838	2.688	4.197	-0.007	-0.002	0.031
Si	27.111	5.536	4.216	0.005	-0.01	-0.011
Si	29.854	-8.054	4.232	0.019	-0.006	-0.004
Si	27.173	-5.418	4.283	0.03	-0.013	-0.02
Si	29.926	-2.633	4.196	0.026	0.014	-0.024
Si	32.554	0.077	4.09	-0.008	0.019	-0.004
Si	35.265	2.729	4.145	-0.005	0.031	0.028
Si	32.483	5.421	4.269	-0.015	-0.005	-0.011
Si	35.291	-8.145	4.21	0.018	0.035	-0.01
Si	32.52	-5.367	4.164	0.006	-0.006	0.01
Si	35.275	-2.667	4.084	0	0.026	-0.013
Si	37.994	-0.031	4.015	0.007	0.035	-0.015
Si	-24.554	2.666	4.09	0.016	-0.018	-0.003
Si	-27.347	5.369	4.112	0.006	-0.025	-0.006
Si	-24.658	8.004	4.16	-0.027	-0.004	-0.007
Si	-27.304	10.83	4.177	0.021	-0.028	0.007
Si	-24.69	-2.822	4.154	0.003	-0.027	0.007
Si	-21.898	-0.061	4.3	-0.006	0.001	0.008
Si	-19.069	2.714	4.183	-0.001	-0.013	-0.007
Si	-21.881	5.29	4.066	-0.016	-0.03	-0.017
Si	-19.137	8.071	4.129	-0.016	0.002	-0.024
Si	-21.916	10.763	4.331	-0.008	-0.01	0.019
Si	-19.116	-2.796	4.246	0.004	0.018	0.007
Si	-16.348	-0.09	4.114	-0.007	0.005	-0.003
Si	-13.583	2.647	4.039	-0.003	0.016	0.01
Si	-16.331	5.406	4.159	0.03	-0.007	0.038
Si	-13.63	8.113	3.97	0.022	0.002	0.016
Si	-16.353	10.908	4.034	-0.006	0.035	0.004
Si	-13.723	-2.789	3.915	-0.026	-0.011	0.003
Si	-10.956	-0.077	3.879	-0.025	0.002	-0.008
Si	-8.178	2.667	3.922	0	0.008	-0.002
Si	-10.883	5.398	3.941	-0.001	-0.006	-0.011
Si	-8.149	8.16	3.879	0.003	-0.005	0.006
Si	-10.981	10.77	3.886	-0.016	-0.004	-0.006
Si	-8.163	-2.759	3.907	-0.013	-0.003	-0.002
Si	-5.407	-0.005	3.87	-0.003	0.005	-0.002
Si	-2.64	2.75	3.899	-0.011	0.011	0.034
Si	-5.41	5.43	3.899	0.023	-0.003	-0.022
Si	-2.705	8.111	3.973	-0.019	-0.012	0.005
Si	-5.431	-5.444	3.866	0.03	-0.01	-0.001
Si	-2.653	-2.737	3.81	0.006	0.004	0.005
Si	1.368	-1.336	16.226	0.001	0.012	0.002
Si	4.077	1.413	16.297	0.015	0.012	0.008
Si	1.398	4.096	16.206	0.006	0.007	-0.004
Si	4.086	6.814	16.222	0	0.001	-0.005
Si	1.343	-6.783	16.177	-0.008	-0.008	-0.005
Si	4.043	-4.035	16.208	0	-0.009	-0.009
Si	6.775	-1.32	16.267	0.001	0.022	-0.012
Si	9.47	1.335	16.351	0.001	0.008	0
Si	6.749	4.063	16.305	-0.017	-0.009	0.002
Si	9.506	-9.529	16.314	-0.004	0.012	-0.011
Si	6.786	-6.781	16.237	-0.004	0.003	-0.019
Si	9.482	-4.065	16.327	-0.004	0.007	-0.001
Si	12.162	-1.373	16.353	-0.008	-0.001	-0.001
Si	14.889	1.366	16.384	0	0.008	-0.008
Si	12.201	4.073	16.39	0.009	-0.008	-0.004
Si	14.921	-9.503	16.423	0	0.004	0.01
Si	12.216	-6.787	16.368	-0.003	0.02	-0.001
Si	14.886	-4.126	16.396	-0.019	-0.003	0.008
Si	17.654	-1.383	16.392	-0.003	-0.011	-0.006
Si	20.449	1.404	16.422	0.02	0.002	0
Si	17.652	4.125	16.387	0.009	-0.003	-0.008
Si	20.374	-9.497	16.412	-0.002	0.001	-0.01
Si	17.6	-6.802	16.419	-0.013	-0.012	-0.003
Si	20.353	-4.066	16.434	-0.005	-0.01	0.004
Si	23.086	-1.317	16.4	0.005	-0.007	-0.009
Si	25.832	1.415	16.47	0.003	0.013	-0.012
Si	23.116	4.116	16.501	-0.008	0.002	-0.004
Si	25.81	-9.49	16.528	-0.001	-0.006	-0.006
Si	23.08	-6.791	16.453	-0.003	-0.008	-0.002
Si	25.807	-4.073	16.387	-0.001	0.006	-0.017
Si	28.563	-1.3	16.504	0.021	0.001	-0.007
Si	31.229	1.391	16.497	-0.001	0.019	-0.001
Si	28.538	4.119	16.507	0.02	0.015	-0.006
Si	31.278	-9.544	16.573	-0.009	-0.004	0.001
Si	28.566	-6.791	16.472	-0.015	0.016	-0.007
Si	31.301	-4.065	16.544	0.005	0.013	-0.01
Si	34.013	-1.381	16.498	0.009	0.002	-0.002
Si	36.676	1.328	16.509	-0.03	-0.01	-0.001
Si	33.961	4.07	16.575	0.012	-0.003	-0.007
Si	36.67	-9.543	16.419	-0.004	-0.016	-0.014
Si	33.984	-6.774	16.522	0.005	0.013	-0.007
Si	36.692	-4.109	16.459	-0.014	-0.022	-0.009
Si	39.436	-1.355	16.394	0.006	0	-0.003
Si	-23.112	1.317	16.285	-0.012	-0.003	-0.002
Si	-25.844	4.052	16.34	0.002	-0.006	-0.006
Si	-23.148	6.765	16.281	-0.015	-0.022	-0.011
Si	-25.85	9.491	16.39	0.006	0.005	0
Si	-23.107	-4.094	16.277	0.008	-0.01	-0.007
Si	-20.376	-1.372	16.244	0.015	-0.004	-0.001
Si	-17.632	1.378	16.198	-0.01	-0.012	0
Si	-20.371	4.048	16.214	0.002	0.007	-0.007
Si	-17.624	6.77	16.173	0.006	-0.006	0.001
Si	-20.347	9.526	16.173	0.009	0.011	-0.017
Si	-17.686	-4.122	16.156	-0.005	-0.012	-0.007
Si	-14.907	-1.398	16.091	0.018	0.007	-0.023
Si	-12.159	1.306	16.112	0.002	0.008	-0.003
Si	-14.902	4.103	16.154	0.012	0.004	-0.013
Si	-12.207	6.784	16.183	-0.026	-0.014	0.011
Si	-14.91	9.493	16.139	0	-0.002	-0.011
Si	-12.182	-4.145	16.12	-0.014	0.007	-0.004
Si	-9.493	-1.389	16.144	0.005	0.017	-0.003
Si	-6.793	1.32	16.103	0.016	0.001	-0.009
Si	-9.487	4.042	16.119	0.018	-0.009	-0.002
Si	-6.772	6.766	16.149	0.006	-0.01	0
Si	-9.463	9.511	16.138	-0.019	0.004	-0.004
Si	-6.8	-4.126	16.175	-0.008	-0.011	0.003
Si	-4.044	-1.433	16.123	-0.004	-0.009	0.002
Si	-1.323	1.34	16.168	0	0.013	-0.004
Si	-4.097	4.057	16.129	-0.007	-0.016	-0.009
Si	-1.337	6.849	16.15	0.005	0.007	0.008
Si	-4.1	9.49	16.139	0	0.001	0.002
Si	-1.358	-4.084	16.152	-0.001	-0.002	-0.01
Si	2.702	0.046	17.622	-0.018	-0.005	0.01
Si	5.391	2.761	17.756	-0.017	0.016	0.008
Si	2.755	5.451	17.595	0.004	0.009	-0.001
Si	5.411	8.204	17.577	0.012	-0.02	0.015
Si	2.626	-5.358	17.533	-0.009	0.028	-0.019
Si	5.409	-2.692	17.571	-0.008	0.007	-0.003
Si	8.084	-0.008	17.726	0	-0.017	-0.005
Si	10.832	2.677	17.719	-0.009	-0.012	0.009
Si	8.114	5.427	17.628	0.007	-0.014	0.011
Si	10.888	-8.198	17.688	-0.003	-0.027	-0.019
Si	8.131	-5.466	17.642	-0.001	0.013	0.009
Si	10.774	-2.689	17.742	0.002	-0.015	-0.002
Si	13.507	-0.025	17.716	-0.002	0.02	-0.008
Si	16.251	2.772	17.691	-0.004	0	-0.008
Si	13.547	5.447	17.768	0.002	-0.011	0.002
Si	16.253	-8.148	17.829	0.018	0.016	0.019
Si	13.497	-5.431	17.817	0.003	0.002	0.037
Si	16.278	-2.787	17.72	0.027	0.005	-0.027
Si	19.093	-0.027	17.67	-0.001	-0.014	-0.005
Si	21.776	2.753	17.881	-0.011	-0.024	0.007
Si	19.023	5.466	17.763	-0.015	-0.008	-0.013
Si	21.707	-8.155	17.806	0.011	-0.015	0.01
Si	18.925	-5.41	17.764	0.006	0.018	-0.011
Si	21.77	-2.716	17.752	0.011	0.017	0.013
Si	24.404	0.076	17.761	-0.007	0.004	-0.014
Si	27.176	2.77	17.864	-0.019	-0.007	-0.017
Si	24.453	5.464	17.912	0.008	0.012	0.006
Si	27.16	-8.073	17.851	0.007	0.02	-0.01
Si	24.479	-5.432	17.768	0.004	0.005	-0.016
Si	27.12	-2.687	17.725	-0.019	-0.01	-0.004
Si	29.926	0.052	17.916	-0.021	0	0.005
Si	32.536	2.714	17.93	0.003	0.011	0.002
Si	29.894	5.409	17.945	0.002	-0.03	0.021
Si	32.654	-8.147	17.906	0.013	-0.012	-0.003
Si	29.948	-5.48	17.856	0.005	-0.021	0.006
Si	32.711	-2.728	17.918	0.002	-0.025	-0.009
Si	35.314	-0.039	17.929	0.006	0.021	0.008
Si	38.128	2.706	17.75	0.01	-0.004	0.001
Si	35.346	5.479	17.884	-0.006	0.003	-0.012
Si	38.076	-8.228	17.743	0.008	0.01	-0.016
Si	35.367	-5.443	17.911	0.011	0.01	-0.003
Si	38.045	-2.691	17.751	-0.014	0.004	-0.003
Si	40.866	-0.021	17.723	0.004	-0.013	0.002
Si	-21.713	2.681	17.574	0.008	-0.007	-0.01
Si	-24.476	5.397	17.69	0.018	0.027	0.005
Si	-21.738	8.198	17.48	-0.008	0.004	-0.032
Si	-24.443	10.89	17.672	-0.012	-0.003	0.004
Si	-21.716	-2.749	17.608	-0.008	0.009	0.002
Si	-18.993	0.023	17.549	-0.002	0.019	0.01
Si	-16.269	2.792	17.517	0.004	0.019	0.033
Si	-19	5.432	17.525	-0.018	-0.012	0.008
Si	-16.22	8.111	17.498	0.001	0.019	0.011
Si	-18.996	10.845	17.575	-0.012	0.008	0
Si	-16.267	-2.765	17.414	-0.007	-0.014	-0.007
Si	-13.557	-0.034	17.429	-0.011	-0.009	-0.004
Si	-10.769	2.621	17.479	0.003	-0.024	-0.007
Si	-13.563	5.43	17.565	-0.004	0.023	0.024
Si	-10.816	8.171	17.485	0.008	0.013	0.009
Si	-13.564	10.857	17.491	-0.005	0.016	0.009
Si	-10.83	-2.794	17.473	0.003	-0.008	-0.001
Si	-8.125	-0.027	17.494	-0.018	0.009	-0.007
Si	-5.481	2.685	17.47	-0.021	0.003	0.028
Si	-8.15	5.403	17.486	-0.004	-0.012	0.015
Si	-5.488	8.175	17.535	-0.002	0.026	0.016
Si	-8.166	-5.468	17.58	0.031	0.032	0.005
Si	-5.408	-2.781	17.497	0.033	-0.007	-0.001
Si	-2.66	-0.099	17.466	0.025	-0.008	-0.027
Si	0.031	2.724	17.527	-0.005	-0.021	0.004
Si	-2.749	5.482	17.415	0	-0.008	-0.028
Si	0.037	-8.152	17.569	-0.003	-0.001	0.028
Si	-2.716	-5.482	17.464	0.011	0.015	0
Si	-0.007	-2.729	17.54	-0.01	-0.016	-0.016
Si	1.329	1.402	19.002	0.016	0.004	-0.014
Si	4.028	4.18	19.124	0.029	-0.019	-0.006
Si	1.441	6.825	18.947	-0.011	0.033	-0.023
Si	3.993	-6.701	18.823	0.007	0.006	-0.014
Si	1.289	-4.041	18.987	0.022	-0.03	0
Si	4.08	-1.335	18.949	0.004	0.006	-0.022
Si	6.769	1.381	19.107	0.001	0.009	0.005
Si	9.464	4.081	19.016	-0.006	0.006	-0.036
Si	6.755	6.822	18.935	-0.003	0.02	-0.043
Si	9.513	-6.849	18.986	-0.005	0	-0.013
Si	6.736	-4.074	18.922	0.009	-0.006	-0.032
Si	9.349	-1.416	19.149	-0.007	-0.025	-0.011
Si	12.093	1.235	19.12	-0.011	-0.018	-0.001
Si	14.875	4.062	19.126	0.011	-0.011	0.001
Si	12.207	-9.508	19.16	0.013	0.005	0.012
Si	14.853	-6.799	19.207	-0.015	-0.001	-0.035
Si	12.094	-4.018	19.154	0.015	-0.005	-0.007
Si	14.9	-1.42	18.996	-0.029	-0.015	-0.003
Si	17.725	1.407	18.872	0.03	0.01	-0.057
Si	20.404	4.182	19.173	0.019	0.023	-0.012
Si	17.655	-9.549	19.145	-0.019	0.013	-0.02
Si	20.269	-6.787	19.075	-0.009	-0.009	-0.025
Si	17.56	-4.109	19.195	-0.005	-0.036	-0.001
Si	20.403	-1.386	19.096	0.007	0.014	-0.043
Si	23.142	1.377	19.272	0.016	0.012	0
Si	25.817	4.074	19.287	-0.008	-0.019	-0.012
Si	23.083	-9.445	19.24	-0.009	-0.002	-0.043
Si	25.794	-6.707	19.237	-0.003	0.002	-0.024
Si	23.15	-4.073	19.108	0.003	0.017	-0.009
Si	25.707	-1.342	19.047	0.009	-0.007	-0.034
Si	28.51	1.422	19.253	0.014	-0.001	-0.024
Si	31.178	4.003	19.412	-0.005	0.016	-0.016
Si	28.522	-9.431	19.171	0.016	0.017	-0.027
Si	31.334	-6.793	19.313	-0.016	0.042	-0.008
Si	28.467	-4.084	19.013	-0.008	-0.016	-0.042
Si	31.348	-1.332	19.239	0.012	0.053	-0.038
Si	33.812	1.258	19.274	-0.028	-0.051	-0.03
Si	36.79	4.077	19.11	0.012	0.018	-0.027
Si	33.988	-9.489	19.325	0.014	0.02	-0.003
Si	36.738	-6.923	19.159	-0.025	-0.025	-0.015
Si	34.107	-4.024	19.365	0.002	0.001	-0.007
Si	36.782	-1.362	19.261	-0.002	-0.029	-0.016
Si	39.56	1.386	19.092	-0.01	0.042	-0.033
Si	-23.025	4.039	18.955	0.004	-0.013	-0.033
Si	39.446	-9.586	19.09	-0.03	-0.03	-0.045
Si	-23.017	9.501	18.932	0.029	0.023	-0.021
Si	39.468	-4.039	19.005	0.013	-0.007	-0.042
Si	42.265	-1.411	19.04	0.002	-0.003	-0.02
Si	-20.35	1.364	18.951	-0.043	-0.003	-0.023
Si	-17.636	4.135	18.925	0.049	0	-0.003
Si	-20.375	6.863	18.78	-0.007	0.01	-0.021
Si	-17.561	9.461	18.845	0.026	-0.016	-0.041
Si	-20.361	-4.116	18.945	0.012	-0.03	0.004
Si	-17.536	-1.356	18.754	0.006	0.008	-0.034
Si	-14.831	1.422	18.755	-0.001	0.018	-0.039
Si	-12.12	3.999	18.769	0.018	-0.029	-0.039
Si	-14.906	6.823	18.966	0.011	-0.01	-0.02
Si	-12.156	9.547	18.835	0.024	-0.001	-0.003
Si	-14.976	-4.12	18.816	-0.016	-0.022	-0.031
Si	-12.275	-1.485	18.745	-0.03	-0.019	-0.032
Si	-9.452	1.276	18.935	0.016	0.035	-0.002
Si	-6.889	3.987	18.875	-0.017	-0.037	-0.039
Si	-9.459	6.821	18.841	0.017	0.018	-0.015
Si	-6.886	9.456	18.991	-0.021	-0.022	-0.003
Si	-9.484	-4.056	18.951	-0.015	0.012	-0.032
Si	-6.748	-1.381	18.819	-0.009	-0.004	-0.023
Si	-4.061	1.273	18.689	-0.017	-0.007	-0.041
Si	-1.348	4.182	18.731	0.026	0.014	-0.015
Si	-4.102	6.793	18.806	0.013	-0.02	-0.002
Si	-1.34	-6.755	18.869	0.006	0.017	-0.036
Si	-4.119	-4.226	18.842	-0.009	-0.012	-0.045
Si	-1.353	-1.431	18.931	-0.022	0.043	0.013
Si	-0.03	-0.054	20.332	0.016	-0.009	0.033
Si	2.624	2.815	20.47	-0.017	-0.018	0.054
Si	-0.01	5.462	20.198	0.012	-0.012	0.046
Si	2.744	8.326	20.271	-0.053	-0.021	0.03
Si	-0.076	-5.388	20.377	-0.043	0.002	0.056
Si	2.687	-2.671	20.298	-0.008	0.01	0.071
Si	5.419	-0.036	20.414	-0.028	-0.023	0.055
Si	8.124	2.783	20.45	0.014	0.008	0.074
Si	5.399	5.639	20.436	-0.008	-0.012	0.08
Si	8.165	8.091	20.307	0.027	-0.028	0.032
Si	5.309	-5.382	20.207	-0.016	0.024	0.029
Si	8.025	-2.893	20.479	0.042	-0.002	0.076
Si	10.64	-0.067	20.561	0.013	0.037	0.055
Si	13.506	2.59	20.412	0.006	0	0.014
Si	10.809	5.41	20.421	-0.006	-0.018	0.048
Si	13.534	-8.193	20.633	0.01	0.02	0.047
Si	10.731	-5.498	20.455	0.02	0.018	0.032
Si	13.528	-2.634	20.472	-0.024	0.002	0.05
Si	16.4	-0.036	20.096	0.021	-0.025	0.032
Si	19.01	2.728	20.331	-0.01	-0.023	0.071
Si	16.283	5.407	20.502	-0.003	0.005	0.04
Si	18.958	-8.127	20.506	-0.027	0.011	0.047
Si	16.158	-5.417	20.628	-0.006	0.01	0.059
Si	19.013	-2.753	20.442	0.021	0.012	0.062
Si	21.757	-0.061	20.528	0.006	-0.025	0.041
Si	24.527	2.659	20.75	0.001	-0.053	0.039
Si	21.735	5.503	20.636	-0.014	-0.018	0.032
Si	24.393	-7.992	20.621	-0.007	-0.011	0.057
Si	21.684	-5.428	20.326	0.003	0.009	0.027
Si	24.448	-2.661	20.506	-0.014	-0.005	0.064
Si	27.071	-0.041	20.384	-0.023	0.006	0.036
Si	29.756	2.633	20.871	-0.015	0.009	0.065
Si	27.134	5.603	20.525	-0.031	-0.008	0.022
Si	29.852	-8.131	20.613	0.009	-0.002	0.051
Si	27.126	-5.256	20.535	-0.031	-0.015	0.06
Si	29.85	-2.751	20.283	-0.011	0.02	0.018
Si	32.52	-0.079	20.911	0.024	0.014	0.049
Si	35.298	2.715	20.296	0	0.02	0.016
Si	32.529	5.508	20.682	-0.015	-0.003	0.023
Si	35.471	-8.224	20.731	0.006	-0.012	0.019
Si	32.746	-5.427	20.712	-0.004	-0.009	0.024
Si	35.507	-2.658	20.811	0.003	0.008	0.028
Si	38.233	0.056	20.495	-0.007	0.002	0.048
Si	41.025	2.682	20.426	0.022	-0.025	0.04
Si	38.208	5.323	20.566	0.028	0.006	0.041
Si	40.934	-8.202	20.258	0.012	-0.017	0.044
Si	38.192	-5.505	20.297	0.016	-0.003	0.038
Si	40.821	-2.706	20.395	0.004	0.045	0.054
Si	43.705	-0.083	20.37	0.011	-0.002	0.056
Si	-19.006	2.778	20.272	-0.028	0.023	0.074
Si	-21.678	5.53	20.152	-0.02	0.008	0.05
Si	-19.013	8.172	20.13	-0.005	-0.008	0.027
Si	-21.749	10.867	20.372	-0.008	0.014	0.016
Si	-18.825	-2.747	20.088	-0.009	-0.007	0.055
Si	-16.211	0.09	20.043	-0.005	-0.005	0.071
Si	-13.424	2.674	20.165	0.005	-0.02	0.047
Si	-16.375	5.552	20.358	-0.049	0.007	0.061
Si	-13.383	8.147	20.245	-0.011	-0.028	0.029
Si	-16.174	10.749	20.231	0.007	0.001	0.07
Si	-13.714	-2.703	20.163	0.005	0.015	0.057
Si	-10.848	-0.25	20.064	0.068	-0.003	0.016
Si	-8.165	2.63	20.439	0.017	0.008	0.071
Si	-10.755	5.355	20.076	0.02	-0.02	0.026
Si	-8.272	8.126	20.423	-0.015	-0.018	0.066
Si	-10.966	-5.327	20.269	-0.031	0.021	0.048
Si	-7.983	-2.76	20.265	0.004	-0.018	0.017
Si	-5.371	-0.019	20.133	-0.004	-0.017	0.052
Si	-2.725	2.728	19.883	0.005	0.002	-0.005
Si	-5.528	5.456	20.09	-0.029	0.024	0.015
Si	-2.696	-8.196	20.122	0.01	0.025	0.049
Si	-5.453	-5.568	20.309	0.033	0.004	0.029
Si	-2.755	-2.878	20.169	0.027	-0.04	0.064
Si	1.652	-1.068	21.675	-0.23	-0.138	-0.767
Si	3.843	1.189	21.644	0.161	0.167	-0.787
Si	0.83	3.864	21.694	0.451	0.19	-0.64
Si	4.397	7.438	21.669	0.039	-0.14	-0.659
Si	1.131	-6.941	21.642	0.187	0.253	-0.705
Si	4.171	-3.89	21.639	-0.142	-0.152	-0.757
Si	6.437	-1.731	21.745	0.182	0.187	-0.746
Si	9.66	1.677	21.887	-0.233	-0.221	-0.742
Si	7	4.457	21.667	-0.073	-0.104	-0.808
Si	9.275	6.578	21.781	0.109	0.163	-0.731
Si	6.696	-6.806	21.388	-0.005	-0.047	-0.411
Si	8.962	-4.678	21.812	0.112	0.198	-0.728
Si	12.064	-1.408	21.87	-0.049	-0.006	-0.693
Si	15.22	1.363	21.444	-0.323	-0.056	-0.659
Si	11.969	3.809	21.688	0.129	0.064	-0.711
Si	15.168	-9.396	21.909	-0.205	-0.105	-0.744
Si	12.315	-6.55	21.846	-0.081	-0.211	-0.744
Si	14.497	-4.237	21.9	0.242	0.094	-0.705
Si	17.922	-1.027	21.541	-0.042	-0.197	-0.764
Si	20.137	1.172	21.635	0.204	0.115	-0.715
Si	17.368	3.682	21.682	0.213	0.327	-0.67
Si	20.62	-9.111	21.852	-0.079	-0.154	-0.719
Si	17.311	-7.08	21.846	0.092	0.159	-0.736
Si	20.55	-3.987	21.72	-0.299	-0.073	-0.663
Si	22.76	-1.738	21.869	0.214	0.32	-0.789
Si	25.92	1.133	22.038	-0.251	0.116	-0.735
Si	23.364	4.343	21.933	-0.311	-0.279	-0.693
Si	25.522	-9.609	21.87	0.273	0.239	-0.687
Si	22.769	-6.776	21.858	0.282	0.038	-0.602
Si	26.112	-3.582	21.897	-0.024	-0.138	-0.632
Si	28.426	-1.47	21.584	-0.031	-0.03	-0.417
Si	30.632	0.755	22.23	0.15	0.187	-0.633
Si	28.611	4.481	21.909	-0.104	-0.306	-0.65
Si	30.906	-9.675	22.056	0.277	0.211	-0.694
Si	28.72	-6.409	21.753	-0.242	-0.303	-0.693
Si	30.989	-4.196	21.668	0.344	0.068	-0.677
Si	34.381	-0.982	22.202	-0.405	-0.525	-0.548
Si	36.574	1.293	21.58	0.228	0.123	-0.682
Si	34.189	4.221	21.679	-0.324	-0.179	-0.638
Si	36.609	-9.984	21.959	0.348	0.488	-0.553
Si	34.431	-6.528	22.033	-0.377	-0.353	-0.599
Si	36.819	-4.392	21.789	0.106	0.386	-0.62
Si	39.884	-1.033	21.802	-0.22	-0.156	-0.674
Si	42.238	1.126	21.734	0.209	0.214	-0.655
Si	39.91	4.208	21.794	-0.222	-0.148	-0.636
Si	42.053	-9.773	21.578	0.128	0.185	-0.694
Si	39.795	-6.658	21.536	-0.108	-0.051	-0.674
Si	41.9	-4.344	21.654	0.114	0.064	-0.645
Si	45.42	-1.251	21.498	-0.274	-0.079	-0.661
Si	-17.781	1.131	21.389	0.11	0.235	-0.719
Si	-20.147	4.466	21.491	0.001	-0.234	-0.642
Si	-18.032	6.759	21.706	0.352	0.087	-0.624
Si	-20.027	9.766	21.501	-0.391	-0.239	-0.552
Si	-17.722	-4.312	21.413	0.313	0.222	-0.642
Si	-14.688	-0.952	21.424	-0.109	-0.252	-0.727
Si	-12.237	1.021	21.413	0.128	0.248	-0.636
Si	-14.696	4.263	21.326	-0.248	-0.177	-0.69
Si	-12.32	6.388	21.431	0.338	0.455	-0.623
Si	-14.551	9.646	21.565	-0.156	-0.101	-0.687
Si	-12.646	-4.203	21.564	0.24	0.087	-0.729
Si	-9.437	-1.483	21.525	0.029	0.014	-0.684
Si	-6.324	1.591	21.542	-0.398	-0.115	-0.697
Si	-9.315	4.351	21.637	-0.119	-0.331	-0.696
Si	-6.998	6.49	21.619	0.08	0.272	-0.741
Si	-9.832	9.521	21.658	0.07	-0.212	-0.727
Si	-6.471	-3.945	21.664	-0.272	-0.222	-0.73
Si	-4.315	-1.701	21.373	0.079	0.177	-0.841
Si	-1.338	1.593	21.329	-0.021	-0.261	-0.683
Si	-4.233	3.891	21.174	-0.009	0.119	-0.69
Si	-1.064	7.121	21.443	-0.13	-0.18	-0.817
Si	-3.898	-6.834	21.548	-0.251	-0.145	-0.705
Si	-1.826	-4.435	21.677	0.31	0.202	-0.711
Si	1.606	-5.707	-4.622	-0.105	-0.078	0.094
Si	5.582	2.646	23.834	0.057	0.059	-0.243
Si	3.216	7.027	24.524	0.015	-0.027	-0.016
Si	8.028	-6.885	25.551	-0.047	0.049	0.104
Si	-4.263	1.051	-4.143	-0.028	-0.034	-0.106
Si	8.832	-2.597	-1.986	0.035	-0.102	0.078
Si	8.225	1.272	24.74	0.146	0.065	-0.096
Si	13.669	5.127	24.044	0.094	0.015	-0.146
Si	6.945	-3.958	25.713	-0.07	-0.013	-0.022
Si	10.52	-7.915	24.079	0.047	-0.17	-0.1
Si	9.051	-3.745	-4.738	0.061	-0.035	-0.035
Si	11.814	-3.258	-6.134	-0.023	-0.001	-0.05
Si	19.048	5.507	-6.537	-0.077	0.069	-0.043
Si	22.563	3.831	24.992	-0.038	0.043	-0.073
Si	12.855	6.986	-6.869	0.026	0.026	0.007
Si	19.912	-6.666	-6.827	0.053	0	-0.025
Si	11.315	5.202	-4.77	0.105	-0.065	0.108
Si	10.518	-3.035	23.85	0.021	-0.018	-0.003
Si	18.734	-3.467	-4.824	0.055	0.074	0.08
Si	24.18	-4.953	24.094	-0.116	0.076	-0.107
Si	20.126	7.038	24.783	-0.053	-0.053	-0.044
Si	23.582	6.912	-7.108	0.008	-0.063	-0.045
Si	15.788	-3.225	-5.74	0.052	0.024	0.015
Si	17.669	-2.381	24.22	0.178	0.025	0.034
Si	24.436	-0.724	24.242	0.095	0.078	-0.15
Si	32.54	2.323	-5.437	-0.118	-0.002	0.092
Si	29.024	4.31	-2.787	-0.032	-0.058	0.141
Si	30.622	7.721	24.965	-0.079	-0.116	-0.119
Si	22.65	6.92	-4.124	0	-0.028	0.088
Si	27.085	-2.373	-7.097	-0.049	0.043	-0.009
Si	30.136	1.481	25.084	0.235	-0.137	-0.012
Si	-30.905	4.039	24.555	0.044	-0.074	-0.132
Si	28.814	-6.126	24.656	0.017	0.071	-0.15
Si	-31.069	4.616	-5.903	-0.028	-0.04	0.038
Si	30.16	6.86	-4.089	-0.011	-0.044	0.105
Si	-24.073	-5.888	-4.78	0.063	0.097	-0.018
Si	-31.876	-6.249	-4.449	0.105	0.026	0.075
Si	-23.807	0.936	-4.224	0.107	-0.02	0.022
Si	-28.247	5.499	-5.355	0.009	0.02	-0.027
Si	-25.519	6.245	25.819	0.107	0.076	-0.088
Si	-25.67	-7.486	24.35	0.017	-0.09	-0.003
Si	-25.243	-1.462	24.781	0.014	-0.017	-0.082
Si	-28.511	2.034	24.492	-0.069	-0.053	-0.071
Si	-15.131	-1.391	24.415	0.012	0.187	-0.073
Si	-22.099	6.944	-3.631	0.036	-0.005	-0.019
Si	-25.83	3.325	24.838	0.097	-0.004	-0.063
Si	-22.805	-3.397	24.569	-0.056	0.075	-0.094
Si	-23.138	7.385	24.474	-0.115	0.002	-0.078
Si	-21.809	4.897	-1.805	0.011	-0.057	0.145
Si	-13.889	0.964	25.742	0.165	0.02	0.106
Si	-21.153	2.668	23.665	-0.032	-0.013	-0.055
Si	-19.029	-7.296	-6.385	0.053	0.061	0.062
Si	-17.784	-4.512	24.287	0.016	0.018	-0.064
Si	-8.58	1.323	-6.775	0.082	-0.063	-0.07
Si	-15.266	4.878	-2.788	0.06	0.033	-0.004
Si	-11.381	4.897	23.78	0.055	0.095	-0.144
Si	-18.691	-7.478	23.872	-0.052	-0.034	-0.195
Si	-11.334	-7.471	24.255	-0.076	-0.053	-0.001
Si	-10.347	0.303	23.53	-0.012	-0.029	-0.15
Si	-0.675	3.726	-4.007	0.058	-0.134	0.001
Si	-9.429	6.712	-7.155	-0.058	0.008	-0.102
Si	-2.701	5.495	23.46	-0.004	0.033	-0.003
Si	-15.43	5.729	25.787	0.038	0.143	-0.063
Si	-7.975	-5.479	23.839	0.048	0.026	-0.05
Si	-7.251	5.354	-5.783	-0.01	-0.081	-0.079
Si	-4.203	-4.178	-7.177	0.17	0.015	0.007
Si	-5.191	-1.478	-7.006	0.103	-0.018	0.059
Si	3.34	2.143	-4.859	-0.115	0.067	-0.074
Si	-0.16	4.383	24.52	0.003	-0.01	-0.274
Si	1.52	-2.41	24.535	0.082	0.007	0.013
Si	-0.446	-6.659	-6.865	-0.089	-0.001	-0.025
Si	4.614	4.781	25.72	0.093	0.082	-0.132
Si	-2.417	-0.76	-5.576	-0.15	0.07	-0.023
Si	6.943	-7.722	-2.658	-0.037	-0.017	0.052
Si	-1.825	-6.246	-4.436	0.107	-0.072	0.081
Si	5.061	-7.807	-4.87	-0.068	-0.009	-0.021
Si	-2.145	-4.303	24.688	0.009	0.059	-0.108
Si	0.821	1.187	-4.105	-0.013	0.089	-0.063
Si	0.51	7.12	25.872	0.072	0.011	-0.03
Si	13.2	3.609	-2.876	-0.053	0.068	0.008
Si	7.452	1.916	-4.359	-0.065	-0.054	0.101
Si	5.48	4.145	-4.448	0.091	-0.146	0.034
Si	5.763	7.39	25.865	-0.012	-0.002	0.002
Si	19.128	-1.247	-2.727	-0.003	0.138	0.039
Si	14.813	2.427	25.237	0.009	0.074	-0.071
Si	19.238	3.345	-4.606	-0.063	-0.071	-0.053
Si	16.729	1.848	-5.221	0.123	-0.089	-0.029
Si	13.942	-1.401	-4.654	0.006	-0.089	0.046
Si	9.355	-6.76	-4.439	0.015	-0.007	0.03
Si	13.796	0.054	23.766	0.038	-0.029	0.006
Si	20.405	2.067	24.575	-0.04	-0.023	-0.077
Si	27.042	4.406	-7.034	0.025	0.037	0.119
Si	18.685	2.999	-1.756	-0.02	-0.028	-0.001
Si	22.282	-5.628	-5.137	0.006	-0.007	0.105
Si	17.878	8.042	-5.183	0.027	-0.041	0.079
Si	21.895	-0.592	-1.971	-0.015	0.031	0.1
Si	23.464	1.284	-7.041	-0.12	0.097	-0.09
Si	20.534	-1.838	-6.745	-0.05	-0.04	0.015
Si	25.602	6.813	24.898	-0.002	-0.101	-0.081
Si	29.932	-7.734	-1.613	-0.067	-0.062	0.07
Si	26.299	3.997	-4.043	-0.054	-0.003	0.014
Si	26.17	1.138	-2.901	-0.076	0.114	0.158
Si	25.561	-2.853	-4.612	-0.042	0.031	-0.066
Si	-30.587	0.193	-5.236	0.152	-0.047	0.019
Si	28.869	6.65	-6.778	0.082	-0.029	-0.092
Si	-32.118	-4.064	-6.307	0.133	0.042	0.049
Si	30.106	-1.196	-3.865	0.009	-0.045	-0.023
Si	-32.427	7.328	-5.572	-0.121	0.029	-0.053
Si	30.653	-3.601	24.56	-0.151	-0.119	-0.086
Si	-27.433	3.843	-3.153	0.084	0.113	0.233
Si	-27.62	7.938	-3.873	-0.071	0.043	0.021
Si	-13.092	5.259	-4.902	-0.071	0.049	-0.038
Si	-27.475	-5.065	24.575	-0.029	-0.031	-0.236
Si	30.58	1.718	-3.058	0.072	0.091	0.142
Si	-27.048	-2.253	-7.059	0.064	0.086	0.023
Si	-20.56	-4.269	-3.99	0.082	-0.045	0.077
Si	-21.548	-5.316	-6.487	0.089	0.01	0.118
Si	-23.388	1.288	-7.118	0.089	0.015	0.087
Si	-27.316	-6.301	-1.955	-0.066	-0.023	0.025
Si	-18.159	0.446	-4.611	-0.094	-0.068	0.002
Si	-22.972	-3.921	-2.515	-0.052	-0.083	-0.03
Si	-20.854	6.924	-6.24	0.103	-0.03	-0.05
Si	-17.91	-0.483	25.732	-0.001	-0.087	-0.126
Si	-20.013	-2.446	24.428	0.154	-0.052	-0.072
Si	-21.037	1.315	-5.309	-0.037	-0.063	-0.014
Si	-18.19	2.058	24.038	-0.002	-0.008	-0.105
Si	-17.042	4.311	-7.03	-0.09	-0.001	-0.028
Si	-16.52	2.88	-4.484	0.006	0.015	0.029
Si	-8.522	7.842	-2.422	0.071	-0.002	0.193
Si	-11.125	-2.582	23.649	0.097	0.03	-0.141
Si	-15.303	-3.665	25.892	-0.083	-0.159	-0.036
Si	-14.141	1.073	-4.647	-0.062	-0.023	-0.096
Si	-6.49	8.02	-4.619	0.005	0.02	-0.044
Si	-6.451	-7.143	25.761	-0.041	-0.012	-0.028
Si	-14.512	-8.011	24.329	0.14	0.087	-0.068
Si	-9.288	-0.748	-4.608	0.039	0.036	0.216
Si	-11.885	2.632	-5.256	0.1	-0.087	-0.149
Si	-5.635	0.823	24.43	0.119	-0.017	-0.12
Si	-9.089	3.333	-4.778	0.029	0.004	0.045
Si	-1.142	-1.543	25.531	-0.054	-0.052	-0.042
Si	-6.678	-4.142	-3.148	-0.033	0.071	0.079
Si	-2.677	-2.483	-1.874	-0.04	0.064	-0.109
Si	-2.643	-3.535	-4.543	-0.022	-0.024	-0.015
Si	-2.847	0.003	23.514	-0.052	0.017	0.055
Si	2.328	-5.155	23.919	-0.022	-0.011	-0.162
Si	5.045	-2.511	-7.071	-0.133	0.06	-0.056
Si	5.35	0.117	-5.322	-0.07	-0.035	0.104
Si	-2.975	2.923	-2.326	0.125	0.036	-0.031
Si	0.086	-5.766	-2.313	-0.104	0.023	0.173
Si	0.013	-0.834	-2.092	-0.082	0.03	0.092
Si	0.885	2.878	-6.268	-0.008	-0.059	0.064
Si	12.216	0.974	-4.268	0.011	0.025	0.065
Si	5.891	5.877	-2	0.036	0.006	0.222
Si	3.997	-5.134	-6.218	-0.035	-0.041	-0.088
Si	5.751	0.473	-2.391	0.063	-0.007	-0.015
Si	8.177	-1.514	24.328	-0.149	-0.036	-0.088
Si	10.607	-0.042	-1.988	0.049	0.013	-0.014
Si	14.904	-2.667	24.68	-0.056	-0.044	-0.226
Si	10.129	2.454	-5.722	-0.04	-0.08	0.005
Si	13.566	7.889	-1.995	-0.019	0.221	0.061
Si	13.574	-4.962	-4.52	-0.044	0.04	0.079
Si	10.676	7.36	-2.895	-0.081	0.065	0.124
Si	17.621	3.11	24.597	0.072	0.123	-0.138
Si	23.38	4.268	-3.043	0.08	-0.066	0.098
Si	14.734	-7.898	-4.731	0.062	0.022	-0.052
Si	19.981	7.954	-2.963	-0.036	-0.133	0.129
Si	13.822	-3.261	-2.178	0.079	-0.021	0.02
Si	15.695	2.263	-2.597	-0.063	-0.017	0.12
Si	19.289	0.556	-5.124	-0.084	-0.059	0.018
Si	23.269	-3.175	-6.709	0.203	-0.013	-0.117
Si	23.294	1.239	-3.875	0.105	0.106	0.033
Si	18.713	-5.191	23.87	0.093	-0.046	-0.073
Si	20.299	-5.257	-2.946	-0.009	0.131	0.111
Si	25.287	-6.008	-4.541	-0.106	-0.017	0.042
Si	-30.168	-2.606	-2.239	0.099	0.081	0.114
Si	27.412	-1.479	-2.806	0.036	-0.108	0.142
Si	26.906	-5.595	-7.083	0.001	0.115	-0.003
Si	27.589	2.84	24.03	-0.18	0.007	-0.069
Si	24.697	-7.891	-2.208	0.013	0.028	0.083
Si	-29.689	-5.164	-5.72	0.081	-0.066	0.047
Si	-32.388	-2.157	-4.065	0.064	-0.018	0.039
Si	-29.615	4.417	-1.397	-0.017	0.125	0.1
Si	-29.143	6.416	24.918	0.093	-0.164	-0.096
Si	32.28	-5.745	-1.657	0.039	0.021	0.145
Si	-30.058	-6.926	24.898	-0.097	0.088	-0.206
Si	-26.965	-5.651	-4.772	0.059	-0.161	0.066
Si	29.976	-1.156	-7.046	-0.029	-0.068	0.076
Si	-20.124	3.935	-6.519	0.082	-0.123	-0.11
Si	-24.788	7.373	-4.266	-0.065	-0.013	-0.048
Si	-30.015	-0.738	25.091	-0.161	0.155	-0.091
Si	-25.039	-1.605	-2.752	-0.076	0.087	0.058
Si	-28.237	0.969	-3.209	-0.165	0.136	0.138
Si	-27.56	-1.832	-3.986	-0.064	-0.064	0.15
Si	-14.279	-2.009	-4.55	0.035	-0.068	0.077
Si	-23.827	2.5	-1.859	0.037	-0.056	0.075
Si	-20.454	-6.956	-2.466	0.026	0.031	0.071
Si	-17.924	-4.075	-2.737	-0.093	-0.133	0.072
Si	-16.559	-1.467	-2.805	0.072	0.234	0.036
Si	-17.398	-7.736	-2.068	0.002	-0.071	0.2
Si	-14.193	3.485	24.105	0.123	0.182	-0.1
Si	-14.167	-6.212	-6.343	-0.063	-0.056	-0.013
Si	-16.73	-6.351	-4.449	-0.079	-0.07	0.037
Si	-13.993	7.457	-2.094	0.054	-0.059	0.184
Si	-9.494	-3.831	-4.596	0.017	0.026	0.024
Si	-8.418	2.397	-2.083	0.043	0.091	-0.011
Si	-10.649	7.148	-4.233	-0.042	-0.001	-0.006
Si	-12.598	-7.003	-4.076	0.121	0.089	0.056
Si	-12.269	-4.05	-3.13	-0.001	0.039	0.012
Si	-4.95	7.493	23.819	0.058	-0.003	-0.257
Si	-10.603	0.168	-2.084	-0.104	0.013	0
Si	-5.844	2.537	-6.389	-0.034	0.081	0.016
Si	-4.695	-6.498	-3.155	-0.062	0.013	0.27
Si	0.615	5.917	-2.294	0.014	0.055	0.11
Si	2.261	7.667	-4.335	-0.042	-0.091	0.091
Si	-10.311	-4.757	25.549	0.048	-0.132	-0.057
Si	-6.389	-1.257	-4.239	-0.044	0.002	-0.03
Si	1.405	-1.34	5.294	0.001	0.014	0.002
Si	4.148	1.393	5.355	0	0.017	0.011
Si	1.417	4.034	5.284	0.018	-0.004	0.005
Si	4.177	6.801	5.374	0.005	-0.017	0.002
Si	1.422	9.516	5.373	-0.003	-0.001	0.01
Si	4.172	-4.03	5.342	-0.017	-0.015	0.012
Si	6.873	-1.322	5.396	-0.004	-0.002	0.006
Si	9.6	1.399	5.37	-0.006	-0.006	-0.007
Si	6.902	4.112	5.35	-0.01	0.011	-0.001
Si	9.581	6.84	5.423	0	0.005	0.007
Si	6.901	-6.764	5.384	0.004	0.004	0.007
Si	9.645	-4.05	5.39	0.008	-0.012	-0.003
Si	12.323	-1.326	5.423	0.006	0.006	-0.004
Si	15.029	1.32	5.487	0.006	-0.006	0.011
Si	12.311	4.082	5.456	-0.002	0.021	0
Si	15.006	6.825	5.536	0.022	0.022	0.016
Si	12.259	-6.751	5.488	-0.005	0.005	0.002
Si	15.053	-4.033	5.518	0.002	0.009	-0.001
Si	17.772	-1.305	5.508	-0.011	0.008	-0.004
Si	20.454	1.402	5.46	0.002	0.008	-0.015
Si	17.747	4.102	5.55	-0.003	-0.019	-0.001
Si	20.456	6.832	5.559	0.006	-0.007	0.001
Si	17.734	-6.705	5.589	0.005	0.004	0.025
Si	20.433	-4.048	5.589	-0.013	-0.003	0.007
Si	23.141	-1.29	5.551	-0.006	0	-0.007
Si	25.826	1.437	5.516	-0.008	0.008	0.001
Si	23.128	4.094	5.497	0.014	-0.006	-0.003
Si	25.757	6.826	5.604	-0.002	0.003	0.001
Si	23.13	-6.772	5.581	-0.009	-0.002	0.015
Si	25.807	-4.014	5.565	-0.022	-0.007	0.012
Si	28.534	-1.296	5.539	0	-0.003	0.005
Si	31.22	1.364	5.548	0.007	-0.003	0.011
Si	28.499	4.126	5.522	0.01	0.019	-0.003
Si	31.164	6.834	5.584	-0.009	0.016	0.018
Si	28.52	-6.751	5.643	0	-0.003	0.009
Si	31.233	-4.012	5.578	-0.015	-0.006	0.006
Si	33.919	-1.31	5.463	-0.031	-0.024	-0.009
Si	36.639	1.322	5.442	0.011	-0.027	-0.018
Si	33.923	4.079	5.55	0.011	-0.004	-0.007
Si	-28.657	6.756	5.523	0.004	-0.011	-0.007
Si	33.915	-6.745	5.516	-0.033	-0.021	-0.013
Si	-28.685	12.242	5.476	0.003	0.01	-0.021
Si	-26.005	-1.395	5.474	0.02	-0.003	-0.002
Si	-23.263	1.338	5.555	0.009	0.005	0.008
Si	-25.942	4.023	5.452	0.011	0.015	-0.016
Si	-23.228	6.672	5.462	0.017	0.011	-0.001
Si	-25.956	9.444	5.519	0.024	-0.001	0.004
Si	-23.294	12.191	5.554	0.008	0.017	0.02
Si	-20.479	-1.415	5.566	0.014	0.004	0.03
Si	-17.709	1.296	5.459	-0.002	-0.016	0.024
Si	-20.495	4.029	5.496	0.006	-0.004	-0.01
Si	-17.721	6.771	5.472	0	0.011	-0.001
Si	-20.49	9.385	5.548	0.018	-0.006	0.019
Si	-17.709	12.165	5.499	0.01	-0.01	0.015
Si	-14.975	-1.449	5.406	0.012	0	0.007
Si	-12.221	1.279	5.345	0.009	-0.013	0.003
Si	-14.956	3.996	5.413	0.005	-0.012	0.018
Si	-12.244	6.756	5.31	0.001	-0.011	-0.001
Si	-14.983	9.493	5.337	-0.009	0.005	0.001
Si	-12.306	12.173	5.249	0.004	0.013	0.017
Si	-9.551	-1.409	5.244	-0.005	0.002	0.003
Si	-6.784	1.319	5.256	0.001	0	0.009
Si	-9.507	4.048	5.291	0	-0.008	0.006
Si	-6.784	6.792	5.245	0.003	0.005	0.008
Si	-9.544	9.477	5.251	-0.008	-0.002	-0.01
Si	-6.788	12.212	5.253	0.007	0.017	0.011
Si	-4.02	-1.376	5.2	-0.002	-0.009	-0.008
Si	-1.281	1.356	5.231	0.012	-0.007	0.001
Si	-4.038	4.075	5.261	0.001	0	0.006
Si	-1.332	6.763	5.325	-0.014	0.005	0.008
Si	-4.074	-6.8	5.262	-0.007	0.012	0.01
Si	-1.351	-4.053	5.298	-0.007	0.027	0.006
Si	2.771	0.009	6.676	0.007	-0.013	-0.004
Si	5.507	2.763	6.705	-0.004	-0.007	-0.002
Si	2.777	5.414	6.666	0.005	-0.003	-0.007
Si	5.52	-8.133	6.729	-0.005	-0.002	-0.006
Si	2.796	-5.414	6.689	0.001	0.003	-0.005
Si	5.51	-2.692	6.738	0.001	0.007	-0.003
Si	8.237	0.041	6.741	-0.02	0.001	-0.001
Si	10.929	2.736	6.792	0.005	0.001	-0.002
Si	8.223	5.461	6.76	0.013	-0.007	-0.002
Si	10.915	-8.134	6.822	-0.013	0.003	0.005
Si	8.254	-5.406	6.748	0.003	-0.003	-0.003
Si	10.968	-2.696	6.784	0.005	-0.005	-0.002
Si	13.648	0.004	6.846	0.002	-0.003	-0.007
Si	16.366	2.714	6.857	-0.003	-0.009	-0.004
Si	13.641	5.443	6.854	0.004	-0.011	-0.007
Si	16.367	-8.125	6.887	0.006	-0.004	-0.008
Si	13.653	-5.402	6.837	-0.006	-0.004	-0.008
Si	16.395	-2.666	6.873	0.019	-0.01	-0.01
Si	19.1	0.063	6.871	-0.008	0.001	-0.005
Si	21.779	2.745	6.874	0.002	-0.005	-0.012
Si	19.086	5.472	6.909	-0.003	0.005	-0.001
Si	21.782	-8.13	6.943	-0.002	0.003	-0.009
Si	19.072	-5.375	6.965	-0.007	0.012	0
Si	21.793	-2.666	6.918	-0.007	-0.012	-0.005
Si	24.5	0.059	6.906	0.003	0.001	0
Si	27.168	2.772	6.912	-0.005	0.002	-0.01
Si	24.445	5.435	6.937	0.002	-0.005	-0.004
Si	27.146	-8.135	6.954	-0.001	0.003	-0.005
Si	24.482	-5.399	6.935	0.008	-0.007	-0.005
Si	27.184	-2.665	6.915	0.006	0.009	-0.015
Si	29.885	0.022	6.934	0.007	-0.008	0.003
Si	32.572	2.724	6.913	0	0.001	-0.001
Si	29.833	5.464	6.937	0.001	-0.005	0.004
Si	32.578	-8.132	6.896	0.008	-0.012	-0.009
Si	29.888	-5.379	6.959	0	0.004	-0.004
Si	32.612	-2.668	6.903	-0.003	0.005	0.006
Si	35.282	0.006	6.856	0.011	0.003	-0.011
Si	-27.295	2.674	6.831	0.009	-0.002	0.007
Si	-30.004	5.426	6.91	-0.009	0.002	0.007
Si	-27.314	8.118	6.892	-0.002	0.018	-0.003
Si	-30.02	10.912	6.893	-0.006	0.014	0.003
Si	-27.335	-2.739	6.864	-0.001	0.006	-0.002
Si	-24.63	-0.048	6.858	0.002	0.004	-0.002
Si	-21.851	2.683	6.868	-0.011	-0.013	-0.011
Si	-24.592	5.365	6.849	-0.007	-0.001	-0.007
Si	-21.879	8.04	6.854	0.009	0.001	-0.001
Si	-24.611	10.805	6.896	-0.001	-0.001	-0.002
Si	-21.875	-2.778	6.871	-0.012	0.002	-0.006
Si	-19.089	-0.029	6.841	-0.005	-0.001	-0.002
Si	-16.33	2.659	6.779	0.005	-0.007	-0.008
Si	-19.109	5.406	6.809	-0.015	0.026	-0.012
Si	-16.337	8.155	6.752	-0.016	0.01	0.008
Si	-19.093	10.793	6.825	-0.002	-0.012	-0.007
Si	-16.341	-2.769	6.797	-0.003	0.004	-0.004
Si	-13.591	-0.067	6.713	-0.008	0.005	0.006
Si	-10.855	2.676	6.66	-0.001	0.003	-0.004
Si	-13.594	5.405	6.703	0.001	-0.002	0
Si	-10.861	8.109	6.647	0.004	-0.005	-0.005
Si	-13.612	10.84	6.687	0.001	-0.004	-0.015
Si	-10.909	-2.778	6.604	-0.012	-0.003	-0.008
Si	-8.162	-0.044	6.603	-0.007	0.012	-0.013
Si	-5.411	2.694	6.603	0.006	0.004	0.003
Si	-8.127	5.416	6.622	-0.001	-0.002	0.001
Si	-5.431	8.15	6.619	0.01	-0.002	-0.007
Si	-8.169	10.852	6.601	-0.01	0.004	-0.01
Si	-5.396	-2.736	6.579	0.007	-0.007	-0.01
Si	-2.668	-0.01	6.582	0.004	0.001	-0.008
Si	0.055	2.692	6.649	-0.005	-0.003	-0.01
Si	-2.699	5.412	6.665	0	-0.005	0.004
Si	0.036	8.138	6.679	0.002	-0.003	0.004
Si	-2.708	-5.443	6.631	-0.001	0	0.001
Si	0.035	-2.7	6.65	-0.006	-0.012	-0.005
Si	1.408	1.359	8.036	0.001	0.005	0.007
Si	4.13	4.094	8.068	-0.008	-0.001	0.006
Si	1.412	6.783	8.027	-0.009	-0.002	-0.007
Si	4.141	-6.774	8.069	0.001	0.012	0.001
Si	1.401	-4.062	8.019	0.004	0.014	0.005
Si	4.123	-1.338	8.063	-0.004	-0.003	0.006
Si	6.852	1.394	8.081	0.011	0.006	-0.002
Si	9.568	4.103	8.139	-0.005	0.006	0.001
Si	6.853	6.821	8.109	-0.009	-0.011	0.001
Si	9.558	-6.77	8.16	0.002	-0.009	-0.001
Si	6.866	-4.058	8.096	-0.003	0.004	0
Si	9.577	-1.334	8.118	0.006	0.005	-0.008
Si	12.279	1.382	8.177	0	-0.008	-0.004
Si	14.999	4.082	8.212	0.008	0.011	-0.006
Si	12.27	6.816	8.184	-0.008	0	-0.002
Si	14.985	-6.771	8.22	0.001	-0.004	-0.001
Si	12.293	-4.046	8.189	0.002	0.009	-0.001
Si	15.002	-1.336	8.225	-0.009	0.001	-0.001
Si	17.717	1.384	8.246	-0.004	0.001	0.001
Si	20.428	4.098	8.261	-0.007	-0.003	-0.005
Si	17.713	6.829	8.255	0.006	0.007	0.002
Si	20.42	-6.77	8.295	-0.011	-0.008	-0.001
Si	17.702	-4.018	8.284	0.003	-0.001	0.005
Si	20.422	-1.31	8.263	0.002	-0.001	-0.001
Si	23.128	1.401	8.266	0.004	0.017	0
Si	25.822	4.107	8.301	0	0.005	0.002
Si	23.12	6.819	8.303	-0.016	0	-0.004
Si	25.824	-6.755	8.316	0.004	0.005	0
Si	23.127	-4.038	8.294	-0.002	0.001	0
Si	25.838	-1.309	8.287	0.008	0.002	-0.004
Si	28.531	1.401	8.277	0.008	0	-0.012
Si	31.222	4.099	8.277	0.004	0.012	-0.008
Si	28.502	6.823	8.314	-0.025	-0.025	0
Si	31.242	-6.774	8.29	-0.001	0.013	-0.008
Si	28.525	-4.026	8.307	-0.003	-0.004	0.002
Si	31.245	-1.338	8.291	0	-0.009	0
Si	33.94	1.36	8.257	-0.007	0.008	-0.007
Si	-28.635	4.043	8.232	0.006	0.006	-0.012
Si	33.925	6.808	8.262	0.012	0.013	0.003
Si	-28.664	9.511	8.237	-0.001	-0.014	-0.007
Si	33.935	-4.051	8.28	0.012	0.013	0.002
Si	-28.667	-1.368	8.238	-0.018	-0.024	-0.001
Si	-25.958	1.325	8.227	-0.008	-0.022	-0.005
Si	-23.217	4.036	8.218	0.009	0.005	-0.002
Si	-25.931	6.754	8.222	0.016	0.008	-0.008
Si	-23.213	9.446	8.207	0.004	-0.006	-0.002
Si	-25.966	-4.113	8.218	0.009	-0.008	-0.006
Si	-23.231	-1.394	8.202	0.014	-0.001	0
Si	-20.465	1.323	8.186	0.012	0	0.006
Si	-17.714	4.03	8.114	-0.007	-0.027	-0.014
Si	-20.47	6.733	8.194	-0.003	0.001	0.006
Si	-17.702	9.466	8.153	0.004	0.007	0.005
Si	-20.471	-4.151	8.167	0.003	0.002	-0.012
Si	-17.708	-1.406	8.146	0.006	0.006	0.006
Si	-14.952	1.291	8.087	-0.007	-0.004	0.002
Si	-12.219	4.033	8.027	0.004	-0.003	-0.007
Si	-14.962	6.764	8.062	0.008	0.006	-0.01
Si	-12.223	9.474	8.008	0.004	0.005	-0.002
Si	-14.954	-4.137	8.091	-0.012	0	0.002
Si	-12.218	-1.425	8.033	-0.001	0.005	-0.003
Si	-9.485	1.32	8	0.002	0.007	0.004
Si	-6.762	4.054	7.977	0.009	0.004	0
Si	-9.491	6.759	7.997	-0.001	0	0.001
Si	-6.799	9.502	7.97	-0.003	-0.01	-0.005
Si	-9.521	-4.114	7.968	-0.005	-0.004	-0.001
Si	-6.771	-1.391	7.949	-0.002	-0.009	-0.003
Si	-4.037	1.338	7.958	0.004	-0.002	-0.005
Si	-1.317	4.055	8.004	-0.008	-0.003	0.002
Si	-4.064	6.792	7.991	0.006	0.001	0.002
Si	-1.336	-6.801	8	-0.004	-0.002	0
Si	-4.064	-4.084	7.982	0.004	-0.001	0.001
Si	-1.329	-1.345	7.996	0.007	0.01	0.004
Si	0.033	0	9.378	0	-0.001	0.004
Si	2.76	2.724	9.405	0.008	-0.011	0.004
Si	0.038	5.423	9.373	0.007	-0.009	-0.001
Si	2.761	-8.156	9.395	0.006	-0.009	0.002
Si	0.032	-5.439	9.36	-0.004	-0.007	-0.002
Si	2.756	-2.71	9.401	-0.001	0.003	0.002
Si	5.482	0.023	9.426	-0.008	0.001	-0.003
Si	8.194	2.738	9.476	-0.005	0.006	0.001
Si	5.476	5.457	9.444	-0.007	0.009	-0.001
Si	8.195	-8.145	9.498	0.002	0.008	0.001
Si	5.493	-5.421	9.448	0.004	-0.009	0.004
Si	8.206	-2.695	9.472	-0.003	-0.009	0
Si	10.912	0.015	9.518	0	-0.001	0.002
Si	13.624	2.733	9.567	0.001	-0.001	0.002
Si	10.908	5.453	9.531	0.004	-0.001	0.004
Si	13.621	-8.145	9.558	0.004	-0.006	-0.009
Si	10.915	-5.416	9.525	-0.004	-0.01	0.003
Si	13.634	-2.697	9.572	0.014	-0.009	0.002
Si	16.342	0.027	9.598	0.003	-0.008	0
Si	19.058	2.747	9.619	-0.001	0.002	0
Si	16.343	5.449	9.587	0.003	-0.007	0.001
Si	19.054	-8.137	9.634	0.003	0.001	0.002
Si	16.329	-5.408	9.598	0.005	0.018	-0.003
Si	19.059	-2.665	9.634	-0.023	-0.001	-0.003
Si	21.775	0.038	9.635	-0.002	-0.004	-0.006
Si	24.471	2.746	9.654	0.006	-0.005	-0.001
Si	21.761	5.46	9.649	0.005	0.002	0.003
Si	24.473	-8.133	9.665	0.013	-0.008	-0.003
Si	21.77	-5.405	9.654	-0.004	-0.003	-0.001
Si	24.49	-2.682	9.655	0.003	-0.004	0.001
Si	27.196	0.039	9.657	0.004	0.004	-0.002
Si	29.887	2.741	9.659	-0.01	0.006	0.001
Si	27.169	5.461	9.679	-0.001	0.007	0.007
Si	29.884	-8.136	9.658	0.001	-0.004	-0.011
Si	27.187	-5.401	9.676	0.003	-0.006	-0.003
Si	29.898	-2.692	9.671	-0.002	-0.002	0
Si	32.599	0.017	9.655	0.008	-0.011	0.005
Si	-29.99	2.713	9.628	0.01	-0.007	0.002
Si	32.58	5.453	9.644	-0.004	-0.001	0.003
Si	-29.999	8.157	9.628	-0.018	0.004	0.006
Si	32.596	-5.422	9.656	0.005	-0.003	0.001
Si	-29.992	-2.708	9.646	-0.001	0.001	0.014
Si	-27.304	-0.021	9.605	0	0.013	0.002
Si	-24.578	2.681	9.575	0.01	0.001	0.002
Si	-27.285	5.407	9.598	0.007	-0.006	0
Si	-24.571	8.114	9.581	0.002	0.008	0.004
Si	-27.302	-5.459	9.604	-0.005	0.021	0.005
Si	-24.584	-2.756	9.561	0.004	0.003	-0.003
Si	-21.843	-0.032	9.529	-0.002	0	0.003
Si	-19.073	2.689	9.496	-0.019	0.01	0.001
Si	-21.836	5.391	9.554	0.004	0.003	0.002
Si	-19.083	8.114	9.498	0.003	0.007	0.008
Si	-21.833	-5.498	9.53	0.011	-0.016	0.004
Si	-19.09	-2.766	9.483	0.003	0.008	-0.001
Si	-16.323	-0.042	9.461	-0.005	0	0.002
Si	-13.582	2.681	9.396	-0.003	0	-0.005
Si	-16.331	5.408	9.426	-0.019	0.021	-0.006
Si	-13.58	8.126	9.388	-0.001	0.001	0
Si	-16.325	-5.474	9.458	-0.002	0.002	0.004
Si	-13.582	-2.762	9.413	0.008	-0.006	0.001
Si	-10.85	-0.039	9.36	0.004	-0.005	-0.001
Si	-8.12	2.69	9.344	0.003	-0.003	0.001
Si	-10.849	5.4	9.36	0	-0.008	0
Si	-8.135	8.133	9.344	-0.001	0.001	0.002
Si	-10.86	-5.477	9.351	-0.004	-0.002	0.002
Si	-8.135	-2.753	9.312	-0.004	0.006	-0.004
Si	-5.406	-0.026	9.313	0.005	0.007	-0.005
Si	-2.684	2.692	9.347	0.008	0.001	0
Si	-5.412	5.417	9.349	-0.003	-0.001	0.003
Si	-2.694	8.146	9.35	-0.015	0.003	-0.001
Si	-5.428	-5.458	9.325	-0.005	0.011	-0.003
Si	-2.693	-2.723	9.337	0.001	-0.001	0
Si	1.391	-1.352	10.749	0	0	0.01
Si	4.116	1.377	10.779	-0.004	0.006	0.002
Si	1.39	4.081	10.758	0	0.007	0.005
Si	4.109	-9.501	10.787	0.009	-0.001	0.006
Si	1.386	-6.794	10.739	-0.006	0.007	0.005
Si	4.111	-4.058	10.784	-0.003	0.005	0.003
Si	6.824	-1.337	10.81	0.001	0.007	-0.005
Si	9.535	1.375	10.859	-0.005	0.002	-0.006
Si	6.829	4.099	10.82	-0.002	-0.005	-0.002
Si	9.543	-9.505	10.878	0	-0.007	0.002
Si	6.827	-6.781	10.837	-0.009	-0.008	0.003
Si	9.541	-4.055	10.864	0.002	0.004	-0.004
Si	12.257	-1.336	10.908	0.001	0	-0.002
Si	14.971	1.381	10.954	0.008	-0.001	0.004
Si	12.251	4.095	10.912	-0.004	0.012	0.004
Si	14.967	-9.511	10.928	0.005	0.001	-0.002
Si	12.251	-6.786	10.903	0.003	0.004	0.001
Si	14.964	-4.06	10.954	-0.006	-0.014	0.005
Si	17.678	-1.327	10.985	0	0.004	0.004
Si	20.405	1.389	10.993	-0.003	0.001	-0.002
Si	17.689	4.1	10.976	0.004	0	0.001
Si	20.4	-9.499	11.003	-0.009	-0.002	-0.003
Si	17.68	-6.772	10.963	-0.009	-0.012	-0.007
Si	20.396	-4.045	10.994	-0.012	0.015	0.001
Si	23.125	-1.323	11.008	-0.002	-0.004	0.001
Si	25.836	1.395	11.016	-0.004	0.001	-0.006
Si	23.12	4.111	11.014	0.004	0.005	-0.003
Si	25.826	-9.49	11.035	0.006	-0.005	0.004
Si	23.115	-6.774	11.024	-0.004	-0.002	0.001
Si	25.833	-4.044	11.039	0.009	0.003	0.001
Si	28.552	-1.322	11.03	0.006	0.001	-0.009
Si	31.249	1.38	11.027	0.002	0	-0.009
Si	28.54	4.102	11.031	-0.002	0.004	-0.005
Si	31.238	-9.504	11.024	-0.007	0.003	-0.003
Si	28.545	-6.77	11.036	-0.007	0.014	0.002
Si	31.248	-4.067	11.033	-0.01	-0.008	0.001
Si	33.946	-1.348	11.026	0.002	-0.007	-0.001
Si	-28.641	1.342	10.989	0.001	-0.013	-0.003
Si	-31.338	4.083	11.004	0.001	0.008	-0.005
Si	-28.638	6.777	10.973	0.002	0.009	-0.012
Si	-31.335	9.52	11.014	0.013	0.003	0.002
Si	-28.633	-4.089	10.986	-0.008	-0.002	-0.003
Si	-25.924	-1.389	10.939	0.004	-0.009	-0.004
Si	-23.194	1.324	10.906	0.004	-0.004	0.004
Si	-25.923	4.048	10.951	0.001	0.004	-0.006
Si	-23.188	6.76	10.915	0.01	0.003	0.001
Si	-25.924	9.493	10.94	0.008	-0.009	-0.008
Si	-23.197	-4.124	10.884	0.003	0	-0.006
Si	-20.451	-1.398	10.839	-0.012	0.003	-0.002
Si	-17.688	1.322	10.812	0.008	-0.009	0
Si	-20.438	4.035	10.864	0.007	-0.008	0.005
Si	-17.691	6.752	10.806	-0.012	-0.008	0.003
Si	-20.442	9.476	10.86	0.01	0.009	0.006
Si	-17.694	-4.113	10.811	0.002	-0.009	0.005
Si	-14.944	-1.403	10.781	-0.007	0.002	-0.002
Si	-12.211	1.319	10.729	-0.004	0.007	0.001
Si	-14.948	4.044	10.752	0.003	-0.01	-0.007
Si	-12.209	6.758	10.722	0.006	-0.003	-0.005
Si	-14.937	9.477	10.761	-0.005	0.001	-0.001
Si	-12.208	-4.129	10.734	0.001	0	0.001
Si	-9.474	-1.396	10.695	0.006	0.003	0.004
Si	-6.752	1.329	10.693	0.008	0.009	0.005
Si	-9.484	4.045	10.709	-0.009	0.005	0.003
Si	-6.776	6.777	10.705	0	0	0.006
Si	-9.492	9.489	10.706	0	-0.007	0.004
Si	-6.782	-4.105	10.688	-0.002	-0.011	0.004
Si	-4.054	-1.373	10.698	-0.002	-0.004	0.002
Si	-1.326	1.357	10.735	-0.004	-0.001	0.001
Si	-4.041	4.058	10.704	0.007	-0.006	-0.002
Si	-1.329	6.79	10.718	0.004	0.004	-0.007
Si	-4.065	9.506	10.689	0.005	-0.005	-0.002
Si	-1.336	-4.077	10.707	-0.006	0.012	0.005
Si	2.745	0.015	12.118	0.012	0	-0.004
Si	5.462	2.734	12.16	0.002	0.003	-0.008
Si	2.741	5.448	12.125	-0.006	-0.003	0.001
Si	5.46	-8.154	12.174	-0.008	0.001	0.006
Si	2.74	-5.433	12.118	0.005	-0.007	0.004
Si	5.455	-2.692	12.165	0.006	-0.002	0.002
Si	8.163	0.011	12.202	-0.005	-0.005	-0.003
Si	10.875	2.726	12.25	-0.007	-0.015	0
Si	8.176	5.44	12.215	-0.011	0.002	-0.001
Si	10.892	-8.15	12.258	0.001	-0.001	0.002
Si	8.174	-5.42	12.214	0.005	-0.004	0.004
Si	10.887	-2.706	12.247	0.003	-0.002	0.003
Si	13.597	0.013	12.299	0	-0.001	0
Si	16.321	2.74	12.334	0.008	0.008	-0.005
Si	13.6	5.454	12.288	0.011	0.002	0.005
Si	16.314	-8.147	12.296	0.007	0.004	-0.005
Si	13.591	-5.432	12.284	0.004	-0.003	-0.003
Si	16.31	-2.703	12.33	0.002	-0.004	0
Si	19.028	0.034	12.346	-0.01	-0.01	-0.01
Si	21.76	2.748	12.36	-0.002	-0.002	-0.003
Si	19.036	5.459	12.352	-0.005	0.001	0.002
Si	21.75	-8.141	12.376	-0.007	-0.009	-0.001
Si	19.026	-5.417	12.338	-0.003	-0.002	-0.005
Si	21.752	-2.688	12.353	0.002	-0.01	-0.009
Si	24.49	0.032	12.373	0.017	0.015	-0.005
Si	27.179	2.754	12.394	0.007	-0.005	-0.004
Si	24.47	5.469	12.388	-0.001	0.005	-0.001
Si	27.194	-8.14	12.396	-0.002	-0.01	-0.001
Si	24.473	-5.42	12.392	-0.005	-0.001	0.005
Si	27.206	-2.688	12.397	0.012	0.009	-0.004
Si	29.907	0.023	12.41	-0.008	-0.002	0.003
Si	32.605	2.73	12.401	0.001	0.006	0.007
Si	29.898	5.454	12.402	-0.009	-0.002	-0.003
Si	32.598	-8.157	12.398	-0.008	0.002	0.005
Si	29.911	-5.429	12.415	0.001	-0.008	-0.001
Si	32.6	-2.707	12.399	0.008	0	0.004
Si	35.305	0.001	12.396	-0.004	0.007	0.004
Si	-27.278	2.703	12.335	-0.007	-0.004	-0.001
Si	-29.983	5.435	12.378	0.004	0	-0.002
Si	-27.276	8.144	12.319	0.002	0.003	-0.001
Si	-29.975	10.879	12.369	0.007	0.002	-0.001
Si	-27.262	-2.734	12.334	0.004	-0.002	0
Si	-24.554	-0.023	12.28	0.002	-0.009	0
Si	-21.8	2.683	12.224	-0.002	0.008	0.004
Si	-24.547	5.411	12.286	0.008	-0.005	0.001
Si	-21.802	8.129	12.231	0.001	0.004	0.006
Si	-24.545	10.856	12.278	-0.003	0.007	0
Si	-21.819	-2.744	12.199	0.01	-0.007	-0.001
Si	-19.062	-0.033	12.162	-0.006	0	-0.004
Si	-16.301	2.693	12.126	-0.016	0.009	0.006
Si	-19.056	5.409	12.177	-0.004	0.005	-0.002
Si	-16.303	8.126	12.114	0.009	0.009	-0.003
Si	-19.057	10.853	12.169	-0.003	0.007	0.002
Si	-16.313	-2.749	12.141	0.003	0.012	0.004
Si	-13.571	-0.027	12.103	-0.004	-0.002	-0.003
Si	-10.847	2.689	12.068	0.001	-0.007	0
Si	-13.574	5.408	12.085	-0.007	0.009	-0.003
Si	-10.843	8.12	12.065	-0.014	0.003	0.002
Si	-13.571	10.84	12.1	-0.003	-0.002	0.002
Si	-10.83	-2.758	12.054	-0.001	0.001	-0.007
Si	-8.112	-0.036	12.051	0.002	0.002	0.004
Si	-5.4	2.693	12.06	0.005	0.003	-0.004
Si	-8.138	5.418	12.064	0.003	-0.008	0.006
Si	-5.41	8.14	12.056	0.005	0.009	0
Si	-8.129	10.851	12.057	-0.001	0.007	0.003
Si	-5.419	-2.743	12.047	0.003	0	-0.003
Si	-2.693	-0.017	12.07	0.005	0.008	-0.007
Si	0.028	2.718	12.114	-0.002	-0.006	0.001
Si	-2.683	5.417	12.073	-0.005	-0.002	-0.003
Si	0.02	8.158	12.088	-0.01	-0.013	0.003
Si	-2.709	-5.448	12.044	-0.005	-0.007	-0.011
Si	0.023	-2.725	12.082	0.001	-0.001	-0.004
Si	1.396	1.371	13.483	0.006	-0.007	0.005
Si	4.097	4.097	13.5	0.01	-0.003	0.002
Si	1.374	6.809	13.471	-0.002	0.005	0.011
Si	4.086	-6.787	13.504	0.007	-0.005	0.001
Si	1.371	-4.069	13.466	-0.007	0.003	0.01
Si	4.091	-1.319	13.513	-0.016	0.016	0.001
Si	6.797	1.377	13.548	-0.004	0.007	0.001
Si	9.503	4.072	13.61	0.002	0.001	0.003
Si	6.812	-9.516	13.553	0.01	-0.009	0.001
Si	9.523	-6.78	13.594	-0.007	0.008	0
Si	6.796	-4.051	13.548	-0.01	0.012	-0.001
Si	9.508	-1.347	13.582	0.001	-0.001	-0.006
Si	12.216	1.375	13.637	-0.01	0.007	-0.001
Si	14.946	4.104	13.674	0.002	0.002	0.005
Si	12.233	-9.513	13.646	0	0.003	0.008
Si	14.934	-6.806	13.644	0.006	-0.003	-0.006
Si	12.223	-4.072	13.629	0.003	-0.011	0.003
Si	14.933	-1.354	13.684	0	-0.002	0.006
Si	17.667	1.378	13.717	0.009	-0.004	0.002
Si	20.393	4.1	13.717	0.008	-0.002	0.008
Si	17.661	-9.489	13.682	-0.011	0.008	0.004
Si	20.373	-6.777	13.713	-0.011	-0.004	0.001
Si	17.649	-4.079	13.695	0.001	0.001	0.005
Si	20.382	-1.329	13.699	-0.015	0.009	0.001
Si	23.137	1.406	13.718	-0.001	-0.012	-0.002
Si	25.834	4.127	13.762	-0.011	0.01	-0.004
Si	23.106	-9.502	13.746	0.007	-0.008	-0.002
Si	25.831	-6.789	13.757	0.013	-0.001	0.007
Si	23.087	-4.058	13.724	-0.011	0.019	0.008
Si	25.845	-1.323	13.746	0.004	-0.013	0.002
Si	28.54	1.397	13.752	-0.003	0.007	-0.009
Si	31.26	4.1	13.776	-0.006	0.003	-0.001
Si	28.547	-9.504	13.768	0.01	-0.007	0.004
Si	31.259	-6.803	13.791	-0.004	0.008	0.01
Si	28.572	-4.043	13.767	-0.007	-0.003	-0.009
Si	31.266	-1.341	13.785	-0.01	-0.001	-0.002
Si	33.959	1.367	13.779	0.015	-0.01	0.001
Si	-28.631	4.049	13.728	0.004	-0.001	-0.005
Si	33.953	-9.52	13.768	0.004	0	0.004
Si	-28.608	9.51	13.712	-0.01	0.009	-0.003
Si	33.959	-4.083	13.746	0.003	-0.003	-0.008
Si	36.681	-1.378	13.728	0.002	-0.005	-0.002
Si	-25.905	1.334	13.666	-0.004	0.01	-0.001
Si	-23.152	4.041	13.594	0.005	0.005	0.004
Si	-25.908	6.774	13.652	0.002	0.004	0
Si	-23.158	9.489	13.599	0.007	0.002	0.004
Si	-25.89	-4.103	13.669	0.01	-0.009	0.002
Si	-23.163	-1.392	13.59	-0.002	0.003	0.005
Si	-20.411	1.321	13.54	0.007	-0.015	0.004
Si	-17.66	4.05	13.485	-0.006	-0.004	-0.001
Si	-20.413	6.765	13.547	0.018	-0.012	0.012
Si	-17.662	9.483	13.47	0.002	-0.003	-0.001
Si	-20.422	-4.091	13.513	-0.009	0.001	0.001
Si	-17.677	-1.382	13.494	-0.012	0.007	0.004
Si	-14.924	1.342	13.469	0.011	-0.009	0.007
Si	-12.207	4.05	13.432	-0.015	0.006	-0.003
Si	-14.922	6.776	13.446	-0.011	-0.003	-0.002
Si	-12.195	9.472	13.427	0.004	-0.008	-0.003
Si	-14.934	-4.122	13.459	0.007	-0.008	0.01
Si	-12.189	-1.404	13.408	0.012	-0.001	-0.006
Si	-9.475	1.326	13.4	-0.008	0.008	0.002
Si	-6.767	4.059	13.403	0.004	-0.004	0.003
Si	-9.495	6.769	13.441	-0.007	0	0.006
Si	-6.773	9.49	13.417	0.007	-0.01	0.005
Si	-9.478	-4.107	13.421	-0.011	0	0.003
Si	-6.767	-1.398	13.425	0.004	0	0.009
Si	-4.049	1.334	13.433	0.008	0.002	0
Si	-1.337	4.075	13.471	0.007	0.005	0.007
Si	-4.048	6.782	13.414	0.006	-0.008	0.001
Si	-1.359	9.528	13.419	-0.014	0.018	0.002
Si	-4.071	-4.108	13.41	0.003	0.007	0.001
Si	-1.33	-1.364	13.436	-0.012	-0.007	0.008
Si	0.03	-0.007	14.812	0.001	0.001	-0.001
Si	2.751	2.736	14.859	-0.004	0	-0.001
Si	0.023	5.447	14.835	-0.001	-0.005	0.002
Si	2.723	8.168	14.849	0.008	-0.002	0.009
Si	-0.005	-5.444	14.795	-0.009	-0.001	-0.004
Si	2.711	-2.684	14.835	0.018	0.004	0.002
Si	5.424	0.046	14.912	0	-0.009	-0.003
Si	8.129	2.703	14.963	-0.009	-0.022	0.001
Si	5.444	5.436	14.892	0	-0.005	0.008
Si	8.164	-8.159	14.927	0.005	-0.003	0.002
Si	5.421	-5.419	14.881	-0.004	-0.001	0.007
Si	8.144	-2.702	14.937	-0.003	-0.002	0.007
Si	10.839	0.002	14.974	0.008	0.002	0.004
Si	13.564	2.736	15.009	0.007	-0.002	-0.001
Si	10.865	5.421	14.98	-0.005	-0.005	0.005
Si	13.584	-8.15	15.024	0.007	0.001	0.005
Si	10.862	-5.427	14.988	0.001	-0.003	0.001
Si	13.558	-2.732	15.026	0.001	-0.01	-0.003
Si	16.286	0.002	15.055	-0.002	0.001	-0.003
Si	19.036	2.741	15.076	-0.007	-0.003	0.005
Si	16.293	5.485	15.038	0.004	-0.005	-0.003
Si	19.002	-8.135	15.066	0.004	0.003	0.001
Si	16.262	-5.457	15.028	0.003	-0.011	0.006
Si	19.022	-2.717	15.035	0.011	0.015	0.005
Si	21.758	0.043	15.033	0.006	0.006	-0.004
Si	24.471	2.771	15.112	0.008	-0.008	0
Si	21.75	5.446	15.098	-0.009	0.001	0.006
Si	24.461	-8.153	15.12	-0.012	-0.011	0.006
Si	21.725	-5.427	15.086	-0.004	0.006	-0.003
Si	24.453	-2.689	15.06	0.002	-0.004	-0.005
Si	27.198	0.042	15.123	0.007	0.013	0.009
Si	29.883	2.751	15.129	-0.016	-0.002	-0.004
Si	27.181	5.485	15.148	0.005	-0.005	-0.002
Si	29.92	-8.193	15.159	-0.008	-0.004	0.005
Si	27.216	-5.427	15.091	0.008	0.001	0.003
Si	29.926	-2.697	15.171	0.004	-0.002	0.009
Si	32.621	0.009	15.167	0.002	-0.001	0.004
Si	35.312	2.715	15.164	0	0.011	0.001
Si	32.623	5.434	15.172	0.001	-0.004	0.013
Si	35.316	-8.139	15.109	0.009	0.008	-0.003
Si	32.622	-5.429	15.144	-0.001	-0.004	0.001
Si	35.333	-2.74	15.101	0.002	-0.017	-0.004
Si	38.032	-0.001	15.08	-0.001	-0.013	0.011
Si	-24.5	2.689	14.971	0.003	-0.003	-0.005
Si	-27.253	5.418	15.041	-0.01	0.012	-0.007
Si	-24.526	8.141	14.973	0.006	0.001	0.005
Si	-27.233	10.863	15.064	-0.002	0.01	0.001
Si	-24.515	-2.724	14.989	0.001	-0.002	0.005
Si	-21.767	-0.034	14.907	-0.006	0.009	0.002
Si	-19.02	2.699	14.843	0.01	0.016	0.01
Si	-21.776	5.413	14.916	-0.002	-0.007	0.004
Si	-19.005	8.132	14.843	-0.009	0.017	0.003
Si	-21.763	10.881	14.886	0.018	0.009	-0.006
Si	-19.048	-2.732	14.85	-0.007	-0.004	0.001
Si	-16.302	-0.007	14.817	-0.008	0.005	0.004
Si	-13.548	2.703	14.815	-0.006	0.001	0.009
Si	-16.28	5.425	14.798	0.003	0.003	-0.001
Si	-13.551	8.129	14.795	0.006	0.011	0.008
Si	-16.303	10.843	14.814	-0.005	0.005	0.006
Si	-13.533	-2.763	14.77	-0.004	-0.001	0.001
Si	-10.824	-0.048	14.749	-0.006	-0.003	0.003
Si	-8.127	2.696	14.75	-0.009	-0.004	-0.007
Si	-10.866	5.412	14.799	-0.012	0.002	0.01
Si	-8.122	8.13	14.787	0.012	0.013	0.012
Si	-10.829	10.835	14.76	0.002	0.001	0.004
Si	-8.129	-2.754	14.796	-0.001	-0.002	0.004
Si	-5.404	-0.043	14.782	0.004	0.004	0.005
Si	-2.703	2.692	14.811	-0.009	-0.014	-0.002
Si	-5.419	5.428	14.762	0.001	-0.006	0.002
Si	-2.714	8.163	14.774	-0.001	-0.009	-0.001
Si	-5.437	-5.458	14.783	0.005	0.006	0
Si	-2.695	-2.755	14.752	0.004	0.008	0
O	0.469	-1.723	25.564	0.227	0.171	0.444
O	-3.565	-1.159	22.686	-0.034	-0.272	0.352
O	2.71	0.104	22.092	-0.152	-0.038	0.312
O	4.512	1.791	22.997	-0.276	-0.132	0.418
O	-0.842	-6.747	-3.237	0.036	-0.752	0.182
O	0.218	5.602	25.486	0.367	-0.231	0.327
O	4.414	7.92	25.141	0.035	0.808	-0.334
O	5.59	-7.818	22.157	-0.174	-0.053	0.692
O	1.64	-6.364	23.093	0.318	-0.365	0.377
O	1.246	-3.994	24.276	-0.34	-0.274	0.205
O	5.253	-2.782	22.167	-0.162	0.112	0.433
O	7.092	-1.239	23.16	-0.081	0.592	0.401
O	9.054	1.286	23.348	0.176	-0.128	0.173
O	10.854	2.741	22.226	-0.001	0.016	0.419
O	6.715	1.687	24.416	-0.268	-0.317	-0.118
O	8.127	5.502	22.255	-0.272	0.032	0.648
O	9.96	7.207	23.126	0.226	-0.103	0.152
O	11.59	-7.062	23.216	0.161	0.036	0.275
O	3.814	7.485	-4.76	0.246	-0.68	-0.377
O	19.544	3.421	-3.035	0.663	0.322	0.073
O	9.642	-4.257	23.242	-0.089	-0.445	0.552
O	11.735	-2.727	22.821	0.191	-0.689	-0.098
O	12.455	-0.184	22.902	-0.389	0.163	0.19
O	14.964	0.36	22.703	0.561	-0.49	0.209
O	16.186	2.582	21.907	-0.028	0.374	0.07
O	12.874	5.94	25.153	-0.206	0.009	-0.208
O	13.957	-6.498	-4.621	0.038	-0.076	0.23
O	14.681	6.127	23.256	0.423	0.087	0.545
O	16.257	8.077	22.353	0.232	-0.154	0.428
O	8.476	-2.85	-3.527	-0.258	0.157	-0.21
O	13.406	-5.403	22.289	-0.155	0.059	0.2
O	14.905	-3.489	23.293	-0.048	0.221	-0.056
O	13.078	-4.418	-3.059	-0.536	-0.295	0.29
O	17.268	-1.52	22.93	-0.549	0.219	0.036
O	18.984	0.102	22.053	0.043	-0.083	0.558
O	20.704	1.835	23.004	0.336	0.394	0.014
O	19.547	5.886	25.732	0.34	-0.431	0.282
O	21.692	-7.939	22.312	0.11	0.052	0.368
O	24.226	7.401	25.509	-0.04	0.437	-0.144
O	17.979	-6.452	23.188	-0.033	-0.45	0.304
O	18.617	-7.048	-5.939	-0.092	0.443	-0.096
O	17.338	-3.635	-5.61	0.142	-0.067	-0.316
O	20.064	-4.813	23.053	0.303	-0.416	0.375
O	21.636	-2.872	22.197	-0.084	0.103	0.12
O	23.276	-1.422	23.375	-0.295	0.057	0.362
O	23.757	0.058	25.464	-0.113	-0.217	0.586
O	26.864	7.307	25.773	0.161	0.501	-0.023
O	22.996	3.888	23.443	-0.203	-0.348	0.15
O	23.37	-3.937	25.117	0.095	0.134	-0.006
O	30.072	-7.087	24.93	0.517	0.064	0.209
O	31.508	-1.801	-3.305	0.241	-0.023	0.335
O	27.325	-2.509	22.349	0.148	0.214	0.461
O	29.46	-0.431	22.401	-0.024	-0.022	0.263
O	-31.489	1.388	-5.792	-0.19	0.122	-0.545
O	31.066	1.137	23.778	0.549	0.079	0.14
O	29.835	5.456	22.366	0.146	-0.124	0.241
O	-32.002	3.85	25.716	-0.676	-0.269	-0.12
O	31.244	7.292	23.524	0.238	0.233	0.22
O	-27.318	-7.227	-4.983	-0.14	-0.129	-0.376
O	27.572	4.711	-3.372	-0.178	0.614	-0.163
O	28.123	-6.61	23.263	-0.44	-0.391	0.256
O	29.989	-5.424	22.036	0.111	-0.177	0.202
O	31.164	-3.347	23.049	0.163	0.418	0.102
O	30.312	-2.198	25.258	0.394	0.279	-0.047
O	-31.524	-0.849	-4.439	-0.222	0.029	0.347
O	-31.053	-1.052	23.854	-0.651	-0.052	0.274
O	-29.771	0.174	22.075	-0.07	-0.213	0.184
O	29.908	0.266	-3.211	-0.505	0.177	-0.005
O	-31.553	3.62	23.136	-0.303	-0.489	0.09
O	-29.867	5.241	21.979	-0.044	-0.172	0.273
O	-28.239	6.413	23.551	0.114	-0.073	0.228
O	-26.095	-7.548	22.779	-0.197	-0.443	0.089
O	-31.068	-6.934	23.615	-0.654	-0.094	0.427
O	-29.722	-5.363	22.125	0.036	0.088	0.058
O	-27.532	-4.296	23.14	0.349	0.368	0.114
O	-24.199	0.041	22.133	0.016	0.029	0.32
O	-22.344	1.71	23.113	-0.347	-0.272	0.216
O	-25.728	3.552	23.236	-0.127	-0.154	0.079
O	-24.32	5.434	22.071	-0.261	-0.193	0.429
O	-21.386	8.113	-2.812	-0.19	-0.018	0.136
O	-21.853	7.421	25.433	0.342	0.112	-0.236
O	-28.047	-5.579	-0.729	0.063	-0.442	0.091
O	-24.448	-5.51	22.118	0.027	-0.021	0.195
O	-22.696	-4.861	25.216	0.07	-0.155	-0.383
O	-24.159	-2.641	25.018	0.034	-0.417	0.422
O	-20.194	-2.012	22.885	-0.146	-0.378	0.266
O	-15.404	1.808	-3.974	-0.103	0.089	0.689
O	-21.332	3.138	25.185	-0.24	-0.162	0.343
O	-19.07	-7.933	25.359	0.218	-0.418	0.292
O	-18.56	4.335	-6.489	0.054	0.127	0.233
O	-16.532	4.225	-3.568	-0.352	0.098	-0.107
O	-19.054	5.533	22.096	-0.168	-0.252	0.227
O	-17.837	-6.112	24.066	0.107	-0.049	0.214
O	-20.061	-7.192	23.018	-0.683	-0.157	0.179
O	-17.218	-3.847	22.907	0.805	0.559	0.155
O	-13.456	0.031	21.847	-0.011	0.078	0.241
O	-11.68	6.274	22.948	0.239	0.407	0.344
O	-17.83	3.525	24.593	0.042	0.299	-0.445
O	-12.67	3.944	23.849	-0.074	-0.084	-0.347
O	-18.026	1.042	25.255	-0.116	0.221	0.383
O	-10.938	-7.478	22.669	-0.269	-0.068	-0.349
O	-16.218	3.375	-5.995	0.715	-0.056	-0.033
O	-13.607	-5.432	22.081	-0.194	-0.107	0.393
O	-12.357	-3.306	22.901	-0.581	0.262	0.382
O	-11.247	-0.993	23.949	-0.338	0.021	0.176
O	-9.945	7.093	-5.681	0.213	0.312	-0.221
O	-1.692	6.572	22.825	0.142	0.542	0.27
O	-8.112	5.379	22.069	0.035	0.135	0.513
O	-6.205	6.895	22.982	-0.298	-0.251	0.441
O	-12.9	-7.855	24.425	0.12	0.011	0.078
O	-5.419	8.046	25.259	0.216	-0.266	0.535
O	-10.491	-0.182	-3.664	-0.549	0.239	-0.425
O	-6.864	-4.529	23.146	0.239	-0.064	0.579
O	-0.25	2.66	21.89	0.196	0.027	0.348
O	0.813	4.497	23.213	0.537	0.354	0.081
O	0.053	-8.125	21.963	0.002	0.11	0.601
O	-4.347	-7.618	22.912	0.327	-0.101	0.225
O	-2.847	-5.672	21.99	-0.047	0.243	0.294
O	-3.745	-4.482	24.868	-0.023	-0.147	-0.624
O	4.656	1.38	-1.625	-0.071	0.089	-0.654
O	-1.507	-4.667	-4.688	0.234	0.025	-0.223
O	1.023	-6.606	-1.327	0.125	-0.176	-0.15
O	5.455	5.392	-3.455	-0.346	0.257	-0.357
O	6.275	7.791	-5.669	0.425	-0.046	0.288
O	6.727	0.963	-5.458	0.349	-0.255	-0.345
O	17.64	3.137	-4.816	-0.443	0.397	0.138
O	11.779	-0.45	-0.968	0.37	0.376	-0.017
O	13.137	-7.006	-1.335	0.244	0.375	-0.325
O	11.851	6.086	-5.998	-0.5	0.207	0.033
O	8.062	-7.43	-3.762	-0.098	0.082	-0.4
O	7.245	-5.485	25.253	-0.312	-0.037	-0.393
O	14.436	-3.63	25.89	-0.278	-0.46	-0.051
O	20.971	3.526	24.986	-0.384	0.451	0.324
O	9.305	-6.858	-6.05	0.003	-0.139	-0.279
O	6.534	4.607	-1.258	0.165	-0.049	-0.505
O	-26.208	-6.046	24.842	0.164	0.503	0.356
O	27.184	0.007	-3.387	0.321	0.324	-0.842
O	-9.261	0.123	-5.958	-0.583	-0.197	-0.388
O	15.939	1.34	-3.901	-0.064	-0.447	-0.02
O	19.906	-3.038	-5.853	0.117	-0.485	-0.254
O	11.159	-5.534	-0.346	-0.033	0.015	-0.718
O	21.574	0.347	-0.688	0.568	0.094	0.25
O	18.98	-5.475	25.441	0.202	0.372	0.391
O	21.241	0.961	25.417	-0.208	-0.521	-0.098
O	23.631	7.533	-3.006	0.054	-0.053	-0.206
O	26.671	-2.128	-5.556	0.392	0.3	0.362
O	25.5	5.202	25.072	-0.424	-0.272	-0.344
O	24.2	-2.581	-5.496	-0.161	0.221	-0.018
O	22.124	-2.053	-7.03	-0.01	0.368	-0.056
O	-8.496	4.823	-4.866	-0.435	0.483	0.12
O	18.561	7.763	-3.731	-0.249	-0.318	0.252
O	27.644	-1.414	-1.199	-0.222	-0.052	-0.036
O	25.16	0.249	23.175	-0.504	-0.151	0.223
O	-25.667	-1.057	-1.35	-0.08	0.378	-0.19
O	29.43	6.721	25.421	0.02	-0.256	-0.317
O	13.998	-1.958	-3.126	0.339	0.173	0.144
O	25.897	7.247	23.368	0.059	0.211	0.158
O	32.473	-5.792	-3.234	-0.557	0.268	-0.157
O	-29.433	3.115	-0.434	-0.404	-0.007	0.078
O	31.619	2.307	-6.766	-0.183	0.257	-0.15
O	-7.817	-7.902	-3.767	-0.077	0.684	-0.287
O	-3.778	4.109	-1.614	0.004	0.194	-0.534
O	27.023	-3.98	-7.164	-0.216	0.122	-0.222
O	29.373	-4.598	24.65	-0.402	0.442	0.224
O	-28.136	-4.838	-5.525	0.011	0.285	-0.152
O	-31.336	6.182	-5.751	0.378	0.293	-0.07
O	-23.057	3.899	-1.931	-0.539	0.319	-0.136
O	-7.017	1.415	-6.389	0.092	-0.575	0.357
O	3.34	5.496	25.031	-0.485	-0.483	-0.22
O	-29.535	7.926	25.214	-0.027	0.086	0.289
O	-27.394	-3.935	25.7	0.016	-0.228	0.071
O	29.003	4.074	-1.188	0.588	-0.173	-0.128
O	24.479	2.728	-0.341	0.108	-0.179	-0.68
O	-31.425	-3.09	-3.143	-0.025	-0.296	0.082
O	-32.52	-5.525	-5.742	-0.469	-0.194	-0.205
O	-13.908	-0.467	-4.264	0.392	0.031	0.425
O	-27.098	2.37	25.198	-0.039	-0.131	0.551
O	-22.61	7.125	22.973	0.173	0.243	0.188
O	26.368	-6.286	-5.719	0.19	-0.574	0.078
O	-31.218	4.571	-1.385	-0.506	-0.16	-0.59
O	-22.908	-5.958	-5.888	0.087	-0.206	-0.216
O	-23.582	-5.018	-3.521	-0.124	-0.2	0.229
O	-28.96	-1.96	25.055	0.109	-0.246	-0.596
O	-2.057	-2.059	-4.71	0.171	0.043	0.563
O	-26.19	-2.506	-3.465	-0.025	-0.673	-0.39
O	21.196	-6.6	-5.845	0.009	-0.276	0.031
O	-24.958	2.613	-0.711	0.105	-0.337	0.12
O	-24.253	1.13	-5.756	-0.673	-0.088	-0.161
O	-15.773	-2.197	-3.997	-0.277	-0.295	-0.292
O	-18.481	-4.68	-1.335	-0.007	-0.679	-0.067
O	-0.694	8.144	25.513	-0.198	-0.128	-0.641
O	-25.492	-5.279	-5.31	-0.028	0.4	-0.543
O	-21.816	1.06	-6.73	0.452	-0.443	-0.352
O	19.694	4.725	-5.276	0.569	0.367	0.528
O	25.405	-1.812	24.933	-0.108	-0.167	-0.139
O	14.413	3.927	24.817	0.037	0.235	0.493
O	-32.151	3.784	-5.047	-0.321	0.163	0.357
O	-20.533	2.863	-5.376	-0.078	0.2	0.527
O	5.547	-3.305	25.204	-0.198	-0.046	-0.451
O	14.038	-1.31	24.587	-0.126	0.049	-0.007
O	-16.599	-7.654	-3.481	0.277	-0.602	-0.338
O	-28.85	5.791	-0.942	0.612	0.114	-0.19
O	-18.885	-7.288	-2.48	-0.018	-0.047	-0.281
O	-17.209	1.709	22.807	0.808	-0.1	0.306
O	-10.723	-4.029	-3.576	0.314	-0.328	0.102
O	-14.979	6.798	24.662	0.119	-0.375	-0.329
O	-19.258	-3.883	24.566	-0.151	-0.26	0.215
O	14.318	7.068	-0.859	0.16	-0.008	0.027
O	-18.748	-0.11	21.837	0.18	-0.058	0.052
O	-13.152	-2.956	-3.909	0.094	0.029	-0.05
O	32.46	-2.933	-5.41	-0.266	0.012	-0.264
O	-13.991	6.182	-5.893	-0.42	0.675	0.247
O	-14.198	1.94	24.515	-0.241	-0.277	-0.479
O	-23.827	-2.589	-2.469	0.315	0.096	0.019
O	4.411	3.006	-4.017	0.087	-0.037	0.267
O	-10.177	4.101	23.016	0.012	-0.342	0.263
O	-6.307	-0.517	25.047	-0.293	-0.08	-0.32
O	-15.027	-7.53	22.874	-0.338	-0.424	0.173
O	-10.618	3.083	-4.348	-0.053	0.252	0.78
O	-14.316	1.184	-6.258	-0.49	0.25	-0.143
O	-28.104	-7.623	-2.513	-0.647	-0.132	0.375
O	-6.417	0.936	23.023	-0.238	-0.039	0.088
O	-22.918	1.259	-1.387	0.435	0.034	-0.355
O	-1.217	-1.86	-2.152	0.154	-0.3	0
O	30.065	7.277	-0.68	-0.488	-0.262	-0.029
O	2.402	3.161	-5.722	0.201	0.571	0.034
O	-16.628	-6.705	-1.034	-0.457	0.477	0.077
O	-16.301	5.758	-7.129	-0.42	0.452	0.062
O	19.181	-4.805	-4.037	-0.276	-0.224	-0.255
O	-0.256	5.135	-3.385	-0.429	0.24	-0.413
O	-1.501	-5.711	25.147	0.28	-0.213	-0.343
O	10.992	-3.353	25.365	0.173	-0.151	0.01
O	-4.023	1.78	-2.736	-0.279	-0.261	0.197
O	-3.757	-3.829	-5.658	-0.38	-0.116	0.172
O	-6.458	-7.476	-6.019	-0.501	0.072	0.052
O	-2.265	1.165	22.583	-0.011	0.243	0.182
O	-1.591	-0.714	24.221	0.309	0.133	-0.296
O	-24.421	-0.436	-3.666	0.312	-0.093	-0.414
O	-11.896	6.132	-4.276	0.064	-0.146	0.306
O	21.748	-5.134	-3.683	0.475	-0.076	0.285
O	-31.844	-7.834	-4.628	0.477	-0.247	0.499
O	14.966	-4.186	-4.758	0.337	-0.035	0.164
O	-5.69	-5.32	-3.65	-0.175	-0.001	-0.709
O	3.18	-3.068	-0.537	0.078	-0.173	-0.696
O	-14.439	-2.359	-6.099	-0.127	0.445	-0.058
O	-5.401	-2.758	21.975	0.217	0.266	0.654
O	-21.091	3.982	22.731	-0.356	-0.021	0.033
O	1.26	-1.703	23.112	-0.171	0.038	0.148
O	2.138	-7.087	-3.976	0.295	0.143	0.54
O	20.171	7.046	-1.614	0.18	-0.327	-0.335
O	-4.414	-6.48	-1.558	-0.136	0.154	-0.088
O	-2.585	-3.226	-0.445	-0.634	0.045	0.343
O	-0.804	-4.792	-1.398	0.285	-0.006	-0.024
O	5.289	-5.109	-0.458	-0.222	0.198	-0.437
O	1.722	6.811	-3.071	0.03	0.111	0.363
O	7.047	1.337	-2.887	0.333	0.302	0.486
O	-9.505	1.279	-1.721	0.207	-0.04	0.007
O	4.768	-3.733	-6.061	0.065	0.018	0.427
O	16.317	-7.876	-5.058	0.289	0.361	-0.137
O	21.172	7.55	-3.982	-0.014	0.03	-0.28
O	19.984	2.027	-5.198	0.43	0.015	-0.241
O	-30.087	8.101	-0.262	-0.133	-0.137	-0.612
O	-3.865	6.346	24.187	-0.26	-0.215	0.582
O	-3.71	-1.084	-6.482	0.088	0.107	-0.136
O	-9.51	-2.278	-5.027	-0.043	0.069	-0.613
O	8.256	2.858	-0.39	0.002	-0.001	-0.16
O	-22.255	6.097	-0.804	0.028	0.007	-0.223
O	8.177	-0.244	25.313	-0.216	-0.029	0.513
O	-6.715	-4.396	-1.556	0.312	-0.508	-0.068
O	13.71	1.368	24.695	-0.524	0.129	0.11
O	27.664	-6.295	25.773	0.084	-0.366	0.331
O	15.186	-3.891	-1.547	0.124	0.007	-0.678
O	-24.416	-7.388	-4.347	0.302	-0.006	0.287
O	-1.682	-7.007	-5.859	-0.433	-0.588	-0.315
O	12.206	7.169	-2.439	0.026	-0.328	-0.065
O	6.94	3.448	-4.502	0.302	0.515	-0.12
O	31.948	-4.204	25.296	0.634	-0.348	-0.214
O	18.504	-2.331	-3.717	-0.604	-0.068	0.191
O	-16.811	-4.17	25.542	-0.225	-0.106	0.491
O	-21.541	-0.521	-0.267	-0.285	-0.224	-0.579
O	-11.13	-7.643	-3.945	0.245	0.317	0.042
O	17.887	3.92	23.213	0.334	0.527	0.092
O	24.829	-3.07	-0.343	0.264	-0.074	-0.709
O	-17.895	2.038	-4.416	-0.406	0.204	0.14
O	-19.498	7.626	-5.69	0.426	-0.125	0.236
O	13.542	0.157	-4.673	0.235	0.245	-0.36
O	16.295	2.193	24.633	0.157	-0.32	-0.038
O	4.122	1.07	-5.8	-0.184	-0.139	-0.537
O	12.598	2.165	-3.263	-0.206	-0.08	0.372
O	20.099	-6.805	-2.556	-0.124	0.193	-0.017
O	15.64	2.341	-6.296	-0.421	-0.001	0.298
O	3.435	7.027	22.926	-0.268	-0.125	-0.136
O	-29.014	4.089	-2.838	-0.622	0.048	-0.611
O	-8.194	2.539	-3.681	0.669	0.036	-0.158
O	-7.896	6.17	-7.039	0.3	0.308	-0.467
O	26.89	-5.123	-0.345	-0.014	-0.046	-0.533
O	-5.266	2.807	21.809	-0.274	-0.152	0.3
O	23.291	2.589	25.732	0.344	0.128	0.448
O	-6.407	6.427	-4.923	0.375	-0.168	0.248
O	23.278	7.244	-5.57	0.026	0.405	0.038
O	7.135	-6.711	-1.428	0.258	0.151	-0.202
O	-24.797	6.657	-5.712	-0.243	-0.439	0.191
O	-27.335	2.273	-3.501	0.759	-0.086	-0.265
O	-13.952	4.59	-3.699	0.104	-0.517	0.158
O	-29.546	0.831	-4.161	-0.361	0.319	0.31
O	-24.048	-7.585	24.486	0.46	0.74	-0.129
O	-19.723	1.933	23.52	-0.052	-0.197	-0.035
O	-15.358	4.221	-1.326	-0.458	-0.021	-0.091
O	-2.565	-8.159	-0.65	0.103	0.025	-0.298
O	26.54	2.858	25.266	-0.248	-0.492	0.429
O	27.169	5.627	-0.28	0.139	-0.027	-0.294
O	19.938	6.646	23.229	-0.218	-0.298	0.078
O	30.05	-8.149	-3.154	0.198	0.394	-0.126
O	-7.032	1.959	-1.407	0.274	0.22	-0.178
O	-8.929	-5.857	22.611	-0.073	0.577	0.175
O	31.163	-6.798	-1.188	-0.088	0	0.251
O	10.013	1.367	-1.486	-0.125	0.377	-0.142
O	23.745	-6.301	-4.972	0.085	-0.627	-0.104
O	11.186	0.001	-3.483	-0.203	-0.221	-0.386
O	-26.595	4.243	-1.793	-0.075	0.491	-0.236
O	-27.748	5.972	-6.838	0.304	-0.123	0.01
O	-27.11	4.69	-4.499	0.631	-0.052	-0.327
O	-15.411	-1.214	22.845	-0.22	-0.043	-0.017
O	-5.526	0.064	-0.482	0.038	0.15	-0.109
O	-30.016	-6.252	-6.87	-0.618	-0.15	0.027
O	-28.798	-5.964	24.653	-0.027	0.142	0.008
O	29.064	7.082	-5.243	-0.693	0.562	0.115
O	-22.023	7.302	-5.199	-0.284	0.091	-0.211
O	20.142	-4.337	-1.601	-0.074	0.244	-0.157
O	18.598	4.294	-0.823	0.541	0.135	-0.178
O	-3.784	-1.345	-1.63	-0.036	0.177	-0.775
O	11.24	7.891	25.428	-0.179	0.311	0.133
O	-19.748	0.362	-4.99	-0.094	-0.145	0.215
O	-23.668	6.729	-3.301	-0.385	-0.336	0.168
O	7.028	-8.13	25.293	0.316	-0.018	-0.218
O	23.196	-5.819	23.127	-0.062	0.052	0.088
O	4.57	6.388	-1.235	-0.274	-0.293	-0.28
O	0.102	2.963	25.271	-0.056	-0.448	-0.199
O	-15.406	-6.163	-5.327	0.19	0.394	-0.022
O	-29.745	-3.7	-1.143	-0.068	-0.156	-0.009
O	-8.961	3.777	-1.437	0.202	0.403	-0.412
O	17.774	0.706	-5.734	-0.136	-0.422	-0.244
O	-28.187	2.061	22.91	0.81	0.248	-0.037
O	-20.677	-5.837	-3.598	-0.221	-0.388	-0.196
O	8.867	2.218	25.872	-0.228	0.483	-0.328
O	-17.479	7.121	-1.338	0.222	-0.504	-0.48
O	-20.905	-6.471	-0.998	-0.55	0.611	-0.113
O	-21.057	-4.115	-5.511	-0.252	0.402	-0.256
O	-19.058	-3.742	-3.832	0.175	0.389	-0.522
O	6.148	-0.622	-1.286	-0.249	-0.115	-0.107
O	-9.103	2.77	-6.293	-0.256	0.229	-0.279
O	12.626	4.519	22.984	-0.023	-0.163	0.427
O	29.548	2.912	-3.41	-0.323	0.018	-0.29
O	26.255	4.24	-5.641	-0.491	-0.038	0.001
O	-20.875	5.328	-6.297	-0.452	-0.091	0.184
O	-13.666	-7.957	-3.361	-0.425	-0.031	-0.333
O	23.893	-6.996	-1.133	-0.169	0.351	-0.031
O	1.381	-1.575	-1.663	0.347	-0.03	-0.493
O	28.502	5.069	-6.773	0.505	-0.354	0.035
O	-12.788	-5.547	-3.428	-0.43	0.031	0.401
O	-12.466	-3.731	-1.555	-0.469	0.769	-0.196
O	-9.923	-2.694	22.544	0.097	-0.419	-0.029
O	-14.712	-2.947	24.585	0.665	-0.172	-0.642
O	-11.018	5.334	25.29	0.036	-0.495	0.456
O	-9.663	6.827	-2.983	0.095	-0.599	0.343
O	-13.676	-4.728	-6.724	0.607	0.088	0.076
O	-5.567	5.498	-0.54	-0.068	0.016	-0.393
O	24.439	5.536	22.162	0.024	-0.19	0.358
O	19.435	1.81	-0.988	-0.368	-0.1	-0.513
O	-14.369	-7.966	-0.818	0.02	-0.215	0.002
O	31.044	1.874	-1.511	-0.04	0.574	-0.035
O	-21.507	-3.449	-2.994	0.163	0.693	0.173
O	-11.11	-5.988	24.87	-0.138	0.118	-0.157
O	27.704	4.263	23.265	-0.538	0.237	0.271
O	-17.995	-6.504	-5.438	-0.431	0.358	0.13
O	14.819	3.565	-3.02	0.472	0.392	-0.458
O	0.96	-4.906	-3.373	0.319	0.784	-0.203
O	9.746	7.364	-1.554	-0.601	0.068	-0.345
O	-26.272	7.55	25.156	-0.574	-0.001	0.009
O	18.053	6.689	-6.067	-0.175	-0.192	-0.22
O	-2.233	3.477	-3.655	-0.436	0.079	-0.532
O	-0.441	6.761	-1.399	0.183	0.119	-0.115
O	10.58	-7.585	-3.765	0.719	0.111	-0.266
O	11.037	5.443	-0.361	0.197	-0.088	-0.369
O	-3.181	-3.52	-3.008	-0.567	-0.327	-0.106
O	-10.222	-1.183	-1.298	-0.112	-0.107	-0.08
O	18.827	2.063	24.875	-0.091	-0.554	0.059
O	-6.118	-2.651	-3.462	0.488	0.102	0.06
O	27.137	1.804	22.886	0.482	-0.339	0.238
O	9.666	-1.66	23.716	0.149	0.435	0
O	-28.625	6.834	-4.481	-0.685	0.043	-0.185
O	-7.418	-6.854	24.489	-0.476	-0.23	-0.397
O	-21.509	-2.542	25.019	-0.054	0.144	0.548
O	2.839	2.831	-0.526	-0.21	-0.189	-0.601
O	-1.939	2.329	-1.246	-0.084	0.342	-0.076
O	2.793	8.117	-0.395	0.094	-0.03	-0.234
O	-16.546	-1.101	25.155	0.001	-0.258	-0.025
O	0.674	-6.073	-5.875	0.184	0.39	-0.291
O	25.668	7.442	-1.369	0.54	-0.069	-0.539
O	9.445	-5.185	-4.117	0.133	0.124	0.143
O	26.423	1.351	-1.317	0.321	0.128	0.148
O	-19.287	8.127	0.119	-0.188	-0.017	-0.184
O	10.461	3.981	-5.363	-0.338	0.308	0.072
O	16.494	0.028	-0.191	0.138	-0.315	-0.111
O	10.344	-3.101	-5.471	-0.058	0.335	-0.006
O	1.812	7.616	25.041	-0.104	0.349	-0.276
O	-5.269	-7.929	-3.633	0.272	-0.56	0.194
O	-16.896	0.3	-0.287	0.084	-0.168	-0.302
O	29.062	2.545	24.56	0.334	0.384	0.072
O	-1.077	-0.501	-6.415	0.415	0.4	0.011
O	-12.511	4.028	-5.771	0.165	0.039	-0.737
O	-6.354	4.071	-6.214	0.139	0.126	-0.189
O	9.865	-3.716	-1.479	0.253	-0.121	-0.4
O	-15.077	3.637	22.77	-0.614	-0.373	0.169
O	20.663	-1.569	-2.32	0.097	-0.43	0.105
O	-12.819	1.869	-4.193	0.168	-0.017	0.618
O	9.417	-1.109	-1.885	-0.359	0.199	0.038
O	12.787	-2.117	-5.544	-0.025	0.135	-0.014
O	12.855	3.896	-1.33	0.1	-0.078	0.015
O	-20.528	4.091	-1.275	-0.007	-0.089	-0.645
O	2.741	-4.812	-5.273	0.009	0.702	0.321
O	-24.389	2.154	-3.324	-0.601	0.453	-0.191
O	-12.681	6.669	-1.577	0.412	-0.221	-0.395
O	-6.303	-1.519	-5.833	-0.451	-0.029	-0.039
O	-15.187	6.47	-2.54	-0.317	0.109	-0.362
O	15.406	-1.692	-5.307	0.577	0.48	-0.34
O	23.39	1.051	-5.461	0.118	-0.338	0.056
O	14.85	1.545	-1.41	-0.576	-0.039	-0.143
O	16.699	-5.693	-0.402	-0.085	-0.207	-0.173
O	-27.085	-5.3	-3.194	0.007	0.526	0.072
O	20.211	-0.477	-5.931	0.228	0.188	0.016
O	18.654	-7.793	-0.295	0.184	-0.04	-0.133
O	4.844	3.344	25.069	-0.133	-0.332	0.322
O	-3.396	4.582	22.357	-0.025	0.27	0.108
O	22.865	5.14	25.845	0.285	-0.276	0.42
O	7.834	-3.811	-5.8	-0.408	0.259	0.269
O	19.038	-1.939	24.941	0.044	0.128	-0.417
O	16.352	5.548	-0.243	-0.15	-0.138	-0.621
O	2.413	1.29	-3.833	0.454	-0.308	0.268
O	22.435	-4.411	-6.149	-0.166	-0.051	-0.512
O	22.998	4.493	-1.478	-0.523	0.269	-0.106
O	-15.427	-1.066	-1.702	0.345	0	-0.342
O	26.026	-2.265	-3.16	-0.439	-0.03	0.539
O	27.804	-1.969	25.763	-0.035	0.344	-0.324
O	29.319	0.178	25.547	-0.246	0.019	0.105
O	-2.814	0.504	-4.655	0.503	0.148	-0.097
O	32.138	5.632	-0.252	-0.164	-0.127	-0.641
O	-22.783	-3.605	22.968	0.165	0.318	-0.023
O	29.983	5.532	-3.198	0.487	0.084	-0.217
O	32.552	0.045	-0.465	0.071	-0.09	-0.263
O	-13.933	-0.505	25.067	0.488	-0.226	-0.043
O	25.501	-4.431	-4.268	-0.117	0.061	0.519
O	-24.057	6.212	25.113	0.42	-0.473	0.129
O	28.792	-2.058	-3.452	0.139	-0.566	-0.171
O	3.502	-4.559	22.967	-0.034	-0.122	0.404
O	13.969	7.608	-5.888	0.365	0.032	-0.09
O	18.283	-1.314	-1.368	-0.15	-0.34	-0.228
O	3.039	-2.293	25.107	0.38	0.067	-0.002
O	29.826	-2.672	-0.415	0.095	0.012	-0.451
O	-4.98	-5.571	-7.066	-0.31	0.001	0.028
O	-25.851	-1.578	23.275	-0.087	-0.215	0.131
O	5.513	-7.47	-3.359	-0.391	0.186	0.282
O	-7.852	-0.668	-3.845	0.008	0.131	0.328
O	19.106	0.159	-3.547	0.008	0.419	0.195
O	-17.633	-0.347	-3.285	0.029	0.138	0.132
O	-26.083	4.764	25.526	-0.144	0.017	0.149
O	-31.611	-6.193	-0.985	0.213	0.432	-0.457
O	31.756	-4.298	-1.191	0.194	0.378	-0.447
O	4.766	-6.413	-5.63	-0.09	0.139	0.241
O	-24.541	-0.027	24.955	0.09	0.115	-0.501
O	6.971	7.074	-2.106	0.228	-0.035	0.019
O	-17.842	7.682	23.07	0.516	-0.06	0.645
O	-28.558	0.938	-1.605	0.139	-0.424	-0.005
O	-19.578	-2.569	-0.256	0.059	0.205	-0.638
O	21.979	-5.472	-0.328	0.04	0.108	-0.386
O	-12.016	0.724	-1.513	-0.36	-0.028	-0.327
O	-0.25	0.316	-0.986	0.327	-0.135	-0.078
O	-24.303	7.922	-0.355	0.126	-0.172	-0.557
O	-25.865	-6.716	-1.391	0.173	0.237	-0.296
O	-10.328	7.848	25.037	0.092	0.082	-0.192
O	-9.659	-4.683	-5.965	-0.074	-0.389	-0.142
O	-29.575	3.184	24.849	0.178	0.2	0.229
O	-24.583	-2.948	0.074	-0.051	-0.132	0.092
O	-4.015	0.672	24.406	0.327	0.403	0.138
O	17.743	-3.92	23.748	-0.251	-0.155	-0.351
O	-18.877	2.336	-0.31	0.152	0.129	-0.315
O	-3.328	-6.349	-3.957	-0.297	0.207	-0.209
O	24.96	4.532	-3.32	0.138	0.538	0.246
O	-27.323	-0.276	-3.635	0.622	0.169	-0.077
O	-26.216	7.203	-3.548	0.091	-0.605	0.298
O	-29.152	0.625	24.924	0.342	-0.105	0.225
O	-30.507	-3.838	-6.17	0.259	0.289	-0.06
O	-4.844	2.13	-5.195	-0.014	0.206	0.06
O	1.405	7.306	-5.645	-0.421	-0.389	0.203
O	14.581	7.841	-3.237	0.377	-0.596	0.272
O	-8.284	-2.7	-0.487	0.008	-0.038	-0.143
O	17.154	2.597	-2.019	0.14	0.019	0.06
O	-13.643	2.565	-0.486	-0.088	-0.077	-0.242
O	0.14	2.469	-3.37	0.272	-0.021	0.368
O	31.576	6.718	-4.822	0.026	-0.197	0.222
O	-8.129	-4.271	-3.852	-0.179	-0.086	-0.104
O	-10.944	-5.575	-0.568	-0.164	-0.035	-0.137
O	25.038	-6.069	24.909	-0.195	-0.599	0.043
O	22.13	0.301	-3.287	-0.57	-0.122	-0.604
O	-9.646	1.004	24.786	0.311	0.317	-0.094
O	16.386	-2.209	25.167	0.119	0.209	0.695
O	13.009	-2.772	-0.865	-0.205	-0.444	0.162
O	1.342	4.825	-1.356	0.004	-0.126	-0.397
O	2.932	-5.63	25.342	0.194	-0.473	-0.038
O	32.523	7.868	-7.05	0.413	0.054	-0.25
O	-10.878	5.287	-0.487	0.084	-0.148	-0.059
O	-11.342	1.342	22.763	0.044	0.466	0.239
O	26.465	2.423	-3.803	0.271	-0.207	-0.207
O	28.558	-6.939	-1.303	-0.124	-0.165	-0.465
O	22.539	5.325	-3.911	-0.327	-0.226	-0.327
O	-13.644	5.469	21.612	-0.094	0.251	0.218
O	-30.713	-1.34	-1.381	0.348	0.094	-0.206
O	-15.298	-7.125	25.418	-0.443	0.123	-0.172
O	25.535	-6.943	-3.235	0.735	-0.193	0.218
O	12.45	-4.673	-5.652	-0.108	-0.595	-0.125
O	0.208	-0.184	-3.556	-0.287	-0.276	-0.55
O	-14.919	4.305	25.262	0.121	-0.267	0.45
O	-20.319	-6.347	-6.64	-0.222	0.171	-0.092
O	9.03	1.9	-4.663	0.146	-0.113	0.247
O	-26.443	-1.556	25.856	0.237	0.092	0.374
O	22.994	2.778	-3.511	-0.154	-0.015	0.044
O	-10.914	-3.344	25.045	-0.049	0.392	0.304
O	17.476	4.255	25.723	-0.494	-0.064	0.225
O	-17.368	-2.687	-2.153	0.01	-0.057	0.642
O	24.635	0.723	-3.144	-0.041	-0.116	0.436
O	-7.45	7.077	-1.481	-0.035	-0.015	-0.196
O	8.008	-2.909	25.111	0.427	-0.22	0.143
O	7.744	-5.754	22.174	0.194	0.314	0.357
O	-18.983	-5.313	21.672	-0.12	0.237	0.191
O	-9.143	-0.213	22.546	0.893	0.402	0.05
O	-22.875	-4.548	-1.035	0.155	-0.328	-0.023
O	-29.967	-0.5	-6.565	0.14	-0.383	0.267
O	9.273	-6.998	24.536	-0.196	0.266	-0.018
O	21.684	7.31	25.063	0.115	0.37	-0.409
O	-0.282	3.789	-5.58	-0.332	0.412	-0.413
O	-1.742	-3.047	25.623	-0.164	-0.072	0.464
O	-5.875	2.174	25.296	0.079	0.455	-0.199
O	30.241	-1.121	-5.464	0.027	-0.114	0.024
O	31.788	1.784	-4.121	0.364	-0.276	0.068
O	11.468	1.553	-5.576	0.179	-0.008	-0.692
O	-29.504	4.49	-5.51	-0.056	-0.675	-0.056
O	23.179	-1.472	-1.541	0.089	0.058	-0.659
O	-9.162	-7.275	-1.539	0.198	0.271	-0.423
O	25.253	-4.115	23.189	-0.375	0.152	0.135
O	-16.882	-5.051	-3.484	0.51	0.001	-0.245
O	-21.394	5.545	-3.223	0.026	-0.218	-0.303
O	5.151	-0.225	-3.734	-0.237	-0.558	0.008
O	5.451	-1.2	-6.23	0.381	-0.029	-0.11
O	19.34	-7.94	25.139	-0.282	0.124	-0.491
O	-19.171	-1.338	25.222	-0.013	0.355	0.001
O	-1.768	4.493	24.309	-0.325	-0.352	0.078
O	10.328	6.094	-3.841	-0.477	-0.137	-0.391
O	6.244	3.811	22.946	-0.054	0.097	0.21
O	-8.771	-4.741	25.032	0.196	0.187	0.233
O	-17.252	-0.223	-5.78	0.022	-0.449	0.071
O	-30.331	-5.734	-4.333	0.245	-0.038	0.498
O	-22.17	1.028	-4.179	0.199	-0.122	0.55
O	0.602	1.367	-5.717	-0.452	-0.311	-0.254
O	-12.926	-6.963	-5.654	0.332	-0.129	-0.279
O	-27.633	-2.071	-5.568	-0.146	0.047	-0.108
O	-1.616	-3.885	23.206	0.347	0.338	0.102
O	5.889	5.794	25.564	0.436	-0.326	-0.019
O	-11.794	1.644	-6.58	0.35	-0.046	-0.206
O	-30.503	5.603	24.61	-0.305	0.317	-0.043
O	12.58	4.686	-3.898	0.387	0.229	0.04
O	-24.488	2.571	25.372	0.177	0.399	0.285
O	5.032	4.728	-5.861	-0.438	0.407	-0.155
O	-5.889	-3.128	25.469	-0.603	-0.111	-0.228
O	-28.907	-2.3	-3.212	-0.104	-0.214	-0.232
O	7.609	-2.672	-0.93	0.013	-0.572	0.088
O	-5.266	-0.173	-3.877	0.049	0.1	0.622

Results
total energy: -406612.396 eV
total energy less fixed offsets of O -438.25, Si -107.07 eV per atom: 0.404 eV
